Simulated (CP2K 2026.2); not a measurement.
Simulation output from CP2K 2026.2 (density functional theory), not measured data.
Periodic cell of 2016 atoms, Si1440O576, from a study of silicon, its oxide and their interface. The atomic structure is a simulated model.
Doubt: the forces sum to 6.06 eV/angstrom along one axis rather than to zero, so they err by at least 0.0030 eV/angstrom per atom on average; the grid cutoff is modest.

Settings
functional: PBE
method: Gaussian and plane waves
basis set: DZVP-MOLOPT-SR-GTH
pseudopotentials: GTH-PBE
grid cutoff: 350 Ry, relative cutoff 50 Ry
k points: Gamma only
occupations: fixed
spin: none
net charge: 0

Cell vectors (angstrom)
a	65.28	0	0
b	0	16.32	0
c	-0.1993	0.5064	33.2

Atoms and the computed forces on them: element, x, y, z (angstrom), force x, y, z (eV/angstrom)
Si	1.387	15.176	33.184	-0.14	0.245	0.722
Si	4.299	1.383	0.203	-0.246	0.023	0.602
Si	0.931	4.523	0.063	0.111	-0.081	0.676
Si	4.462	6.702	0.153	-0.342	0.105	0.717
Si	1.244	9.759	0.054	0.108	-0.149	0.714
Si	3.731	13.035	33.125	0.219	-0.163	0.757
Si	6.393	16.048	33.11	0.199	-0.353	0.706
Si	9.995	1.041	0.211	-0.049	0.05	0.66
Si	6.503	4.323	0.202	0.23	-0.11	0.737
Si	9.47	6.871	0.448	0.037	0.011	0.486
Si	7.236	8.986	0.125	-0.02	0.222	0.758
Si	9.655	12.189	0.123	-0.274	0.136	0.688
Si	12.125	15.111	0.494	0.019	0	0.474
Si	14.913	1.38	0.281	-0.148	0.217	0.702
Si	11.416	5.137	33.1	0.267	-0.15	0.692
Si	15.097	6.765	0.09	-0.181	0.068	0.668
Si	11.862	9.98	0.234	0.109	-0.209	0.792
Si	14.269	12.873	0.013	0.226	-0.085	0.687
Si	17.201	15.569	0.114	0.167	-0.372	0.717
Si	20.479	1.307	0.272	-0.234	0.04	0.725
Si	17.313	4.542	0.138	0.088	-0.137	0.723
Si	20.088	7.385	0.189	0.217	-0.438	0.716
Si	17.736	9.493	0.302	-0.118	0.203	0.669
Si	20.174	12.994	33.121	0.075	-0.205	0.704
Si	22.544	15.983	33.183	0.274	-0.197	0.634
Si	26.07	1.426	0.243	-0.353	0.13	0.617
Si	22.448	4.596	33.006	0.188	0.227	0.639
Si	26.21	6.106	0.104	-0.146	0.217	0.72
Si	23.234	9.43	0.213	-0.211	0.221	0.631
Si	25.797	12.474	33.182	-0.186	0.196	0.728
Si	28.045	15.274	0.177	0.295	-0.265	0.715
Si	30.181	2.211	33.067	0.43	-0.068	0.71
Si	28.46	4.058	0.476	0.089	-0.004	0.59
Si	31.274	6.973	33.127	-0.181	0.195	0.743
Si	28.009	10.169	33.145	0.247	-0.184	0.656
Si	31.029	12.85	33.163	-0.063	-0.045	0.654
Si	33.807	15.295	33.174	-0.008	0.186	0.607
Si	36.705	1.941	32.863	-0.169	-0.196	0.762
Si	33.367	4.613	32.972	0.306	-0.244	0.706
Si	36.214	7.353	33.033	0.194	-0.119	0.716
Si	34.036	9.617	32.982	-0.212	0.196	0.737
Si	35.972	13.003	32.901	0.286	-0.201	0.713
Si	39.311	15.036	33.082	-0.256	0.427	0.566
Si	41.73	1.901	33.092	0.13	-0.051	0.653
Si	39.558	4.136	33.087	-0.043	0.237	0.656
Si	42.426	6.865	32.964	-0.241	0.199	0.754
Si	39.199	10.087	32.908	-0.084	-0.08	0.765
Si	41.726	12.903	33.055	0.329	-0.333	0.603
Si	45.474	14.436	0.011	-0.117	-0.034	0.622
Si	47.774	0.9	0.056	-0.086	0.256	0.666
Si	44.678	4.659	33.009	0.144	-0.146	0.709
Si	47.469	7.642	33.074	0.162	-0.356	0.664
Si	45.076	9.698	33.163	-0.217	0.168	0.727
Si	47.635	12.225	0.283	0.002	0.011	0.463
Si	50.101	15.167	0.066	0.18	-0.169	0.785
Si	52.941	1.42	0.078	0.201	-0.074	0.684
Si	50.545	4.148	33.146	-0.186	0.146	0.77
Si	53.4	6.868	33.003	-0.248	0.204	0.777
Si	49.601	10.519	33.031	0.225	-0.072	0.687
Si	53.047	12.689	32.919	-0.18	0.101	0.743
Si	56.13	14.634	0.043	-0.128	0.273	0.732
Si	58.934	1.07	0.202	-0.199	0.181	0.765
Si	55.669	4.672	33.14	0.086	-0.269	0.688
Si	58.449	6.815	0.259	0.144	-0.05	0.681
Si	56.223	9.707	33.139	-0.415	0.138	0.683
Si	58.373	12.44	0.147	0.129	-0.057	0.724
Si	61.155	15.228	0.384	0.021	-0.186	0.691
Si	63.659	1.47	0.321	0.309	-0.093	0.626
Si	61.726	3.964	0.299	-0.389	0.062	0.644
Si	64.061	6.734	0.467	0.083	-0.012	0.484
Si	61.564	9.361	33.191	-0.104	0.217	0.613
Si	64.011	12.421	33.165	-0.192	0.108	0.725
Si	2.716	16.339	1.292	-0.044	0.01	-0.056
Si	5.453	2.804	1.615	-0.004	-0.001	-0.037
Si	2.692	5.577	1.295	0.005	-0.031	-0.024
Si	5.614	8.11	1.598	0.001	0.011	-0.037
Si	2.851	10.918	1.319	-0.011	0.036	-0.071
Si	5.523	13.752	1.172	0.001	0.018	-0.063
Si	8.193	0.107	1.415	-0.028	0.025	-0.064
Si	10.893	2.861	1.398	0.007	0.044	-0.078
Si	8.09	5.412	1.589	-0.022	0.004	-0.048
Si	10.852	8.338	1.581	0.015	-0.01	-0.042
Si	8.119	10.873	1.313	-0.011	-0.012	-0.066
Si	10.714	13.674	1.616	0.003	-0.013	-0.027
Si	13.527	0.173	1.703	-0.002	-0.002	-0.031
Si	16.16	2.963	1.466	0.02	-0.001	-0.036
Si	13.407	5.598	1.252	-0.003	-0.027	-0.058
Si	16.172	8.297	1.522	0.016	-0.011	-0.055
Si	13.454	11.149	1.448	0.027	-0.004	-0.081
Si	16.107	13.81	1.27	0.03	-0.027	-0.093
Si	18.85	0.176	1.471	0.03	-0.015	0.006
Si	21.623	2.859	1.528	-0.006	0.005	-0.072
Si	18.959	5.654	1.372	0.006	0.012	-0.033
Si	21.735	8.259	1.588	-0.012	-0.011	0.002
Si	19.065	11.07	1.37	0.036	0.044	-0.074
Si	21.681	13.818	1.325	0.026	-0.003	-0.06
Si	24.347	0.223	1.324	0.037	-0.007	-0.04
Si	27.106	2.758	1.79	0.01	0.021	-0.038
Si	24.299	5.289	1.235	-0.074	-0.002	-0.046
Si	27.111	8.029	1.251	-0.044	0.035	-0.062
Si	24.377	11.031	1.392	0.017	-0.012	-0.063
Si	27.024	13.576	1.351	-0.008	-0.023	-0.014
Si	29.685	0.063	1.396	0.039	-0.008	-0.101
Si	32.344	2.601	1.061	-0.04	-0.047	-0.058
Si	29.937	5.506	1.435	0.028	0.013	-0.077
Si	32.62	8.079	1.168	-0.002	-0.005	-0.1
Si	29.878	10.826	1.201	-0.017	0.023	-0.09
Si	32.492	13.692	1.372	0.04	-0.008	-0.047
Si	35.385	0.056	1.009	0.035	0.026	-0.069
Si	38.153	2.604	1.239	0.013	0.021	-0.059
Si	35.243	5.25	1.082	-0.038	-0.006	-0.033
Si	38.072	8.085	1.02	0.024	-0.002	-0.063
Si	35.243	10.816	1.067	0.011	0.018	-0.01
Si	37.874	13.467	1.107	-0.039	-0.042	0.001
Si	40.702	16.19	1.165	-0.017	-0.017	-0.019
Si	43.63	2.565	1.084	0	-0.014	-0.051
Si	40.931	5.304	1.057	-0.028	0.039	-0.02
Si	43.606	8.033	1.118	0	-0.002	-0.072
Si	40.76	10.824	1.15	0.013	-0.005	-0.043
Si	43.622	13.464	1.114	-0.028	0.023	-0.058
Si	46.382	16.048	1.478	-0.029	-0.004	-0.05
Si	49.021	2.59	1.183	0.018	0.003	-0.053
Si	46.469	5.389	1.055	-0.028	0.015	-0.041
Si	49.05	8.295	1.318	0.042	0.014	-0.041
Si	46.266	10.752	1.411	0.007	0.001	-0.046
Si	49.061	13.605	1.468	-0.016	0.003	-0.059
Si	51.733	16.234	1.37	-0.005	0.009	-0.046
Si	54.59	2.631	1.243	-0.019	0.008	-0.039
Si	51.876	5.351	1.135	0.009	0.002	-0.075
Si	54.599	8.108	1.077	0.004	0.002	-0.037
Si	51.691	10.92	1.006	0.01	-0.036	-0.039
Si	54.5	13.489	1.263	-0.005	-0.01	-0.037
Si	57.264	16.232	1.377	0.006	-0.001	-0.055
Si	59.991	2.774	1.428	0.036	-0.025	-0.058
Si	57.189	5.34	1.491	-0.017	-0.033	-0.053
Si	60.076	8.009	1.422	-0.013	0.024	-0.041
Si	57.307	10.795	1.41	0.004	0.013	-0.01
Si	59.955	13.554	1.453	-0.008	-0.01	-0.073
Si	62.585	0.046	1.79	-0.019	0.019	-0.031
Si	0.043	2.746	1.4	0.011	0.026	-0.042
Si	62.732	5.395	1.795	0.009	0.02	-0.049
Si	0.172	8.24	1.522	0.01	0.015	-0.035
Si	62.662	10.704	1.257	-0.036	0.011	-0.068
Si	0.013	13.551	1.319	-0.015	-0.006	-0.053
Si	1.416	1.368	2.722	-0.004	0.013	0.018
Si	3.989	4.184	2.79	-0.018	0.026	0.022
Si	1.498	6.868	2.845	0.007	-0.025	0.021
Si	4.171	9.568	2.75	-0.037	0.006	-0.005
Si	1.428	12.241	2.721	0.009	-0.005	0.02
Si	4.136	15.021	2.667	0.014	-0.047	0.01
Si	6.887	1.454	2.86	0.017	-0.035	0.013
Si	9.5	4.073	2.863	0.009	-0.019	0.022
Si	6.819	6.761	3.017	0.024	-0.017	0.036
Si	9.437	9.653	2.876	-0.014	0.007	0.023
Si	6.77	12.314	2.63	-0.008	0.02	-0.003
Si	9.377	15.053	2.899	-0.006	0.016	0.041
Si	12.181	1.597	2.92	-0.006	-0.006	0.053
Si	14.746	4.274	2.766	-0.026	0.017	0.034
Si	12.235	6.937	2.813	0.024	-0.025	0.022
Si	14.826	9.726	2.776	-0.02	0.005	0.023
Si	12.129	12.362	2.939	0	0.008	0.033
Si	14.924	15.07	2.892	-0.003	-0.021	0.034
Si	17.546	1.576	2.818	-0.012	0.017	0.019
Si	20.244	4.249	2.779	-0.056	-0.01	0.026
Si	17.596	6.949	2.826	-0.004	-0.011	0.045
Si	20.343	9.696	2.823	-0.008	0.008	0.019
Si	17.565	12.427	2.627	-0.013	0.015	0.025
Si	20.25	15.078	2.743	0.025	0.003	0.019
Si	23.036	1.494	2.803	0.027	0.011	0.036
Si	25.588	4.115	2.854	-0.063	0.025	0.036
Si	23.078	6.74	2.729	0.038	-0.04	0.005
Si	25.738	9.472	2.624	0.029	0.036	0.008
Si	23	12.405	2.708	-0.011	-0.03	-0.007
Si	25.65	15.012	2.661	-0.008	0.028	-0.008
Si	28.463	1.31	2.942	0.019	-0.021	0.036
Si	31.242	4.003	2.648	0.01	-0.021	0.036
Si	28.517	6.86	2.713	-0.009	-0.012	0.021
Si	31.235	9.454	2.541	0.019	0	0
Si	28.519	12.226	2.604	-0.012	-0.021	-0.006
Si	31.154	15.058	2.676	-0.022	-0.013	0.006
Si	33.901	1.332	2.382	0.006	0.047	0.012
Si	36.7	4.004	2.457	0.001	0.027	0.021
Si	33.966	6.673	2.518	0.019	0.009	0.025
Si	36.719	9.49	2.414	-0.018	-0.006	-0.007
Si	33.89	12.163	2.523	0.01	0.001	0.013
Si	36.649	14.96	2.459	0.007	0.013	0.007
Si	39.43	1.212	2.601	0.016	-0.018	0.009
Si	42.259	3.951	2.48	0.034	-0.03	0.016
Si	39.482	6.704	2.361	0.003	0.001	0.009
Si	42.17	9.406	2.434	0.008	-0.006	0.007
Si	39.357	12.18	2.483	0.024	0	0.011
Si	42.225	14.887	2.447	-0.017	0.006	0.031
Si	44.938	1.237	2.537	-0.013	0.025	0.027
Si	47.719	4.024	2.503	-0.013	-0.014	0.016
Si	45.025	6.699	2.48	0.014	0.001	0.034
Si	47.666	9.466	2.765	-0.029	0	0.027
Si	44.847	12.132	2.628	0.013	0.02	0.031
Si	47.72	14.846	2.893	0.016	-0.019	0.045
Si	50.352	1.289	2.673	-0.005	0.002	0.039
Si	53.191	4.019	2.605	-0.023	-0.002	0.012
Si	50.476	6.776	2.469	-0.002	-0.042	-0.005
Si	53.101	9.472	2.377	0.006	0	0.012
Si	50.489	12.185	2.625	0.01	-0.004	0.017
Si	53.149	14.861	2.64	0	-0.008	0.013
Si	55.878	1.287	2.677	0.004	0.002	0.016
Si	58.573	4.02	2.808	0.038	-0.014	0.037
Si	55.812	6.8	2.683	-0.042	0.011	0.025
Si	58.707	9.458	2.734	0.015	-0.01	0.026
Si	55.828	12.129	2.681	0.016	0.037	0.009
Si	58.577	14.902	2.81	0.01	0.037	0.038
Si	61.222	1.459	2.984	-0.065	0.045	0.05
Si	64.083	3.982	2.988	0.014	-0.029	0.05
Si	61.27	6.742	2.96	-0.018	0.006	0.044
Si	63.99	9.525	2.813	-0.02	-0.005	0.03
Si	61.334	12.116	2.678	0.033	-0.022	0.012
Si	64.034	14.891	2.823	0.042	-0.023	0.007
Si	0.085	16.32	4.135	-0.019	0.032	-0.008
Si	2.722	2.74	4.144	-0.013	0.01	-0.009
Si	0.138	5.466	4.21	0.009	-0.017	-0.001
Si	2.83	8.23	4.183	0.003	-0.002	0.006
Si	0.07	10.908	4.141	0.018	0.005	-0.007
Si	2.786	13.646	4.072	-0.019	-0.001	-0.022
Si	5.465	16.358	4.115	0.006	0	-0.023
Si	8.179	2.773	4.28	-0.024	0.016	0.034
Si	5.367	5.448	4.256	0.004	-0.015	-0.011
Si	8.158	8.231	4.255	0.008	0.002	-0.01
Si	5.463	10.98	4.102	0.026	0.002	0.003
Si	8.064	13.62	4.167	0.002	-0.036	-0.006
Si	10.803	0.132	4.19	-0.007	0.021	-0.04
Si	13.553	2.897	4.259	0.036	0.007	0.022
Si	10.861	5.535	4.156	0.006	-0.017	-0.039
Si	13.552	8.311	4.182	0	0.002	0
Si	10.803	10.966	4.262	0.008	0.001	0.008
Si	13.541	13.722	4.234	0.013	-0.005	-0.001
Si	16.272	0.145	4.201	0.002	-0.011	-0.01
Si	18.93	2.878	4.167	0	0.02	0.032
Si	16.199	5.576	4.136	0.007	-0.02	-0.011
Si	18.97	8.307	4.157	0.018	-0.025	-0.009
Si	16.265	11.045	4.082	0.045	0.006	-0.007
Si	18.915	13.709	4.098	-0.018	-0.003	-0.009
Si	21.639	0.103	4.097	-0.013	0.013	-0.002
Si	24.347	2.756	4.247	0.011	-0.042	0.031
Si	21.668	5.509	4.142	0.049	-0.021	-0.002
Si	24.404	8.172	4.056	-0.001	0.019	0.015
Si	21.702	11.033	4.133	0.002	0.026	0.026
Si	24.363	13.691	4.093	-0.013	0.028	0.035
Si	27.04	16.253	4.129	-0.034	0	0.005
Si	29.885	2.735	4.098	0.015	0.011	-0.005
Si	27.089	5.507	4.046	-0.01	-0.006	-0.05
Si	29.894	8.188	4.016	0.037	0.01	0.024
Si	27.135	10.864	3.963	-0.036	0.012	-0.034
Si	29.832	13.607	3.984	-0.026	0.012	0.013
Si	32.623	16.363	3.92	0.002	0.025	0.017
Si	35.289	2.67	3.8	-0.024	-0.013	-0.02
Si	32.622	5.379	3.953	-0.008	0.015	0
Si	35.354	8.109	3.798	-0.016	0.002	-0.007
Si	32.573	10.823	3.913	-0.008	-0.009	0.029
Si	35.303	13.561	3.823	-0.01	0.001	-0.021
Si	38.027	16.216	3.906	-0.008	-0.007	0.018
Si	40.847	2.63	3.852	-0.015	0.007	0.003
Si	38.09	5.391	3.773	0.023	-0.006	0.013
Si	40.807	8.053	3.79	-0.001	-0.015	0.017
Si	38.051	10.805	3.849	0.007	-0.018	0.02
Si	40.801	13.537	3.798	-0.009	0.007	-0.013
Si	43.537	16.24	3.885	-0.012	-0.025	-0.012
Si	46.317	2.655	3.859	0.017	-0.024	-0.013
Si	43.615	5.342	3.832	0.002	0.011	-0.025
Si	46.282	8.041	3.971	-0.023	-0.004	0.014
Si	43.483	10.747	3.9	-0.028	-0.009	0.007
Si	46.246	13.454	4.029	0.001	0	0.005
Si	49.066	16.28	4.116	0.014	0.006	0.017
Si	51.772	2.674	3.961	0.008	0.01	-0.021
Si	49.083	5.401	3.853	-0.006	0.034	-0.008
Si	51.807	8.12	3.866	0.012	0.04	0.006
Si	49.082	10.853	4	-0.011	0.003	-0.001
Si	51.803	13.525	4.026	-0.01	0.01	-0.002
Si	54.487	16.25	4.008	-0.004	-0.005	-0.006
Si	57.194	2.639	4.101	-0.016	0.004	-0.007
Si	54.469	5.408	4.022	0.006	-0.003	-0.002
Si	57.231	8.121	4.036	0.011	-0.007	-0.017
Si	54.416	10.767	3.937	-0.018	-0.029	0.002
Si	57.17	13.518	4.077	0.004	-0.02	-0.006
Si	59.868	16.3	4.203	0.003	0.009	-0.009
Si	62.643	2.721	4.323	-0.028	-0.003	0.022
Si	59.876	5.378	4.225	0.009	-0.019	-0.005
Si	62.652	8.161	4.206	0.015	0.023	-0.008
Si	59.974	10.844	4.123	0.011	-0.017	0.014
Si	62.64	13.511	4.106	-0.033	-0.01	-0.001
Si	1.331	14.958	16.326	0.001	-0.004	-0.02
Si	4.097	1.423	16.411	0.007	0.012	-0.005
Si	1.301	4.12	16.406	0.013	-0.032	-0.004
Si	4.055	6.863	16.422	0.015	0.005	-0.003
Si	1.312	9.506	16.455	-0.022	-0.008	0.003
Si	4.074	12.268	16.392	0.003	0.004	-0.009
Si	6.783	15.045	16.407	-0.001	0.012	-0.019
Si	9.564	1.446	16.485	0.011	0.003	0.014
Si	6.804	4.125	16.421	0.004	0.012	-0.002
Si	9.516	6.83	16.47	-0.005	0.009	-0.015
Si	6.793	9.598	16.415	-0.02	-0.004	-0.022
Si	9.521	12.302	16.455	0.006	0.004	-0.002
Si	12.289	15.053	16.513	0.001	-0.001	-0.008
Si	14.981	1.418	16.439	0.004	-0.003	-0.014
Si	12.204	4.148	16.485	0.01	-0.006	-0.007
Si	14.942	6.854	16.481	-0.008	-0.007	-0.011
Si	12.255	9.575	16.46	-0.004	0.001	-0.011
Si	14.999	12.344	16.518	0.002	0.007	0
Si	17.733	14.993	16.424	-0.008	-0.007	-0.009
Si	20.466	1.379	16.388	0.004	-0.002	-0.015
Si	17.706	4.102	16.439	-0.004	-0.027	-0.011
Si	20.447	6.877	16.337	-0.009	0.013	-0.004
Si	17.685	9.595	16.408	-0.012	0.006	-0.014
Si	20.44	12.272	16.412	0.009	-0.016	-0.003
Si	23.193	14.995	16.347	0	0.014	-0.017
Si	25.912	1.329	16.314	-0.02	0.009	0.011
Si	23.195	4.075	16.274	-0.01	0.001	-0.012
Si	25.883	6.796	16.255	-0.021	-0.007	0
Si	23.185	9.538	16.334	-0.002	-0.027	-0.015
Si	25.913	12.284	16.253	-0.001	-0.004	0.001
Si	28.629	14.97	16.249	-0.006	-0.006	-0.001
Si	31.367	1.379	16.136	0.005	-0.004	0.006
Si	28.577	4.016	16.147	-0.012	-0.027	-0.008
Si	31.367	6.806	16.031	0.01	-0.001	-0.013
Si	28.617	9.547	16.158	-0.005	-0.003	-0.009
Si	31.308	12.282	16.18	0.022	-0.026	0.012
Si	34.05	14.953	16.077	-0.01	-0.018	-0.009
Si	36.754	1.349	16.018	0.004	-0.002	-0.005
Si	34.024	4.069	16.057	-0.011	-0.002	-0.004
Si	36.761	6.81	15.996	0.007	-0.009	-0.011
Si	34.038	9.551	16.015	0.01	-0.013	-0.013
Si	36.76	12.248	16.1	0.011	0.006	0.002
Si	39.446	14.917	16.049	-0.007	0.005	-0.006
Si	42.115	1.279	16.043	-0.019	0.027	-0.009
Si	39.402	4.042	15.954	-0.014	0.016	-0.021
Si	42.122	6.795	16.071	-0.001	0.014	-0.005
Si	39.459	9.515	16.079	0.013	0.006	-0.007
Si	42.168	12.176	16.133	-0.004	-0.003	0.007
Si	44.877	14.872	16.157	-0.006	0.016	-0.008
Si	47.541	1.302	16.149	-0.021	-0.001	-0.001
Si	44.864	4.047	16.094	0.013	0.002	-0.012
Si	47.549	6.733	16.198	0.003	0.022	0.006
Si	44.821	9.482	16.129	0.02	0.013	-0.01
Si	47.56	12.18	16.233	0	0.01	0.005
Si	50.257	14.888	16.209	0.001	0.009	-0.011
Si	52.967	1.317	16.293	0.015	-0.012	-0.011
Si	50.28	4.067	16.229	-0.009	-0.001	0.001
Si	53.02	6.781	16.279	0.012	0.001	-0.007
Si	50.246	9.477	16.254	0.004	0.011	0.004
Si	52.986	12.157	16.267	-0.003	0.013	0.001
Si	55.682	14.915	16.262	0.004	-0.001	-0.017
Si	58.492	1.369	16.339	0.022	0.022	-0.005
Si	55.714	4.063	16.322	-0.003	0.013	-0.004
Si	58.43	6.791	16.417	0.002	0.004	0
Si	55.694	9.454	16.391	-0.03	-0.003	0.002
Si	58.456	12.189	16.33	0.006	0.012	-0.011
Si	61.158	14.972	16.384	0.002	-0.005	0
Si	63.87	1.409	16.359	0.019	-0.007	-0.011
Si	61.157	4.103	16.458	0.017	-0.014	0.014
Si	63.886	6.776	16.477	0.002	0.003	-0.007
Si	61.145	9.487	16.42	-0.005	-0.003	-0.001
Si	63.886	12.235	16.407	-0.022	0.011	-0.007
Si	2.71	16.308	17.636	0.009	-0.01	-0.018
Si	5.453	2.796	17.803	-0.007	-0.025	-0.016
Si	2.675	5.482	17.74	-0.012	0.022	-0.006
Si	5.415	8.259	17.755	-0.002	-0.004	-0.008
Si	2.704	10.903	17.738	0.023	-0.016	-0.006
Si	5.433	13.652	17.727	-0.001	0.001	0.009
Si	8.115	16.438	17.767	0.001	-0.017	-0.02
Si	10.91	2.786	17.921	-0.008	-0.007	0.034
Si	8.149	5.444	17.818	0.011	-0.001	0.012
Si	10.902	8.186	17.807	0.009	-0.017	-0.009
Si	8.149	10.932	17.804	-0.013	0.012	0.011
Si	10.853	13.704	17.804	0.004	-0.005	-0.021
Si	13.717	16.384	17.886	0.019	-0.023	-0.009
Si	16.325	2.745	17.821	0.007	-0.01	0.011
Si	13.552	5.496	17.856	-0.013	0.016	-0.016
Si	16.303	8.268	17.778	-0.011	-0.002	-0.02
Si	13.582	10.97	17.82	0.02	0.005	0.003
Si	16.411	13.704	17.892	-0.003	0.022	0.001
Si	19.142	16.306	17.763	0.034	-0.006	-0.005
Si	21.903	2.716	17.685	0.01	-0.001	-0.007
Si	19.104	5.516	17.689	0.018	0.01	-0.004
Si	21.841	8.179	17.726	0.02	0	0.001
Si	19.078	10.898	17.784	0.001	-0.005	0.002
Si	21.843	13.651	17.721	-0.023	-0.035	-0.02
Si	24.575	16.305	17.746	-0.007	-0.015	-0.003
Si	27.301	2.679	17.647	0.034	0.009	0.018
Si	24.525	5.431	17.638	-0.01	0.014	0.006
Si	27.322	8.15	17.525	-0.003	0.002	0.004
Si	24.59	10.916	17.623	0.007	0.013	0.006
Si	27.288	13.605	17.642	0.005	-0.016	0
Si	30.023	16.38	17.529	-0.009	0.014	-0.007
Si	32.749	2.709	17.509	0.015	0.014	0.029
Si	30.037	5.386	17.317	0.006	-0.003	-0.047
Si	32.692	8.214	17.36	-0.022	-0.018	0.012
Si	29.926	10.927	17.539	-0.023	0.018	-0.001
Si	32.707	13.658	17.497	-0.002	0.032	0.017
Si	35.431	16.315	17.387	0.028	0	-0.016
Si	38.127	2.679	17.361	-0.004	0.012	0.034
Si	35.41	5.457	17.321	0.006	0.025	0.007
Si	38.049	8.19	17.399	-0.016	-0.012	-0.002
Si	35.402	10.847	17.406	-0.017	-0.017	-0.002
Si	38.092	13.645	17.467	-0.019	0.009	0.022
Si	40.789	16.231	17.437	0.019	0	-0.005
Si	43.462	2.663	17.339	0.013	-0.009	0.019
Si	40.625	5.483	17.3	-0.012	0.003	0
Si	43.479	8.113	17.486	-0.019	-0.026	-0.007
Si	40.83	10.8	17.498	0.007	-0.021	0.026
Si	43.501	13.536	17.529	0.013	0.003	0.012
Si	46.235	16.223	17.526	0.023	0.012	0.029
Si	48.855	2.701	17.498	0.013	0.016	-0.013
Si	46.132	5.413	17.549	-0.027	-0.005	-0.008
Si	48.923	8.047	17.589	0.003	-0.02	0.013
Si	46.146	10.811	17.537	-0.003	-0.016	0.006
Si	48.92	13.55	17.614	0.001	-0.001	-0.018
Si	51.575	16.232	17.601	0.001	-0.015	0.019
Si	54.333	2.696	17.644	-0.014	0	0.013
Si	51.629	5.455	17.605	-0.014	0.029	-0.015
Si	54.334	8.061	17.773	0.034	-0.015	0.024
Si	51.571	10.856	17.639	-0.005	0.019	-0.014
Si	54.338	13.527	17.616	0.014	0.011	0.013
Si	57.076	16.285	17.556	-0.006	-0.017	-0.04
Si	59.796	2.725	17.806	-0.02	-0.021	0.019
Si	57.018	5.44	17.738	-0.01	0.006	-0.004
Si	59.797	8.126	17.823	0.024	-0.011	-0.009
Si	57.097	10.836	17.694	0.004	0.028	-0.026
Si	59.787	13.566	17.695	-0.005	-0.002	-0.007
Si	62.538	16.363	17.713	-0.012	0.007	0.001
Si	65.171	2.789	17.752	-0.023	0.021	0.01
Si	62.518	5.439	17.887	-0.011	0.01	-0.01
Si	-0.027	8.114	17.856	-0.001	0.012	-0.015
Si	62.511	10.863	17.752	0.021	0.011	-0.012
Si	-0.023	13.636	17.719	0.009	0.008	-0.011
Si	1.305	1.34	18.892	0.004	-0.036	-0.032
Si	4.047	4.171	19.09	0.032	-0.01	-0.01
Si	1.385	6.752	19.227	-0.025	-0.001	-0.02
Si	4.059	9.597	19.145	0.015	-0.007	-0.009
Si	1.346	12.277	19.052	0.001	0.001	-0.013
Si	4.041	14.992	19.048	-0.013	0.005	-0.043
Si	6.807	1.458	19.199	0.009	0.034	-0.005
Si	9.42	4.066	19.288	-0.026	-0.016	-0.031
Si	6.772	6.88	19.07	0.021	-0.011	-0.019
Si	9.522	9.53	19.125	-0.017	0.017	-0.026
Si	6.796	12.348	19.126	0.009	0.008	-0.013
Si	9.445	15.087	19.107	0.005	-0.025	-0.009
Si	12.406	1.451	19.248	-0.031	0.04	-0.017
Si	14.934	4.127	19.176	0.005	-0.012	-0.042
Si	12.151	6.808	19.265	0.001	-0.005	0.016
Si	14.916	9.596	19.188	-0.023	0.002	-0.005
Si	12.209	12.359	19.158	-0.01	-0.022	-0.012
Si	15.129	15.106	19.34	0.038	0.042	-0.009
Si	17.743	1.318	19.084	-0.032	-0.037	-0.024
Si	20.589	4.179	18.943	-0.008	0.032	-0.028
Si	17.713	6.876	19.029	-0.015	0.007	-0.029
Si	20.489	9.535	19.103	-0.01	-0.01	-0.032
Si	17.783	12.282	19.195	-0.013	0.003	-0.025
Si	20.525	14.971	19.172	-0.016	0.022	-0.036
Si	23.204	1.332	19.126	-0.001	-0.016	-0.023
Si	25.887	4.044	18.953	0.004	-0.02	-0.026
Si	23.181	6.756	19.068	-0.024	-0.015	-0.004
Si	26.006	9.534	18.895	-0.019	0.015	-0.009
Si	23.254	12.291	19.006	0.019	-0.002	-0.034
Si	26.007	14.951	19.088	-0.017	0.037	-0.001
Si	28.771	1.38	19.023	0.009	-0.008	-0.013
Si	31.334	4.12	18.764	-0.032	-0.004	-0.011
Si	28.761	6.695	18.703	-0.016	0.007	-0.028
Si	31.312	9.507	18.757	0.003	-0.019	-0.025
Si	28.623	12.254	19.031	0.006	-0.024	-0.002
Si	31.43	15.106	18.883	0.012	-0.006	-0.04
Si	34.193	1.336	18.823	-0.007	0.001	-0.007
Si	36.766	4.084	18.638	-0.005	0.019	-0.035
Si	34.131	6.909	18.64	0.041	0.017	-0.039
Si	36.711	9.5	18.824	-0.024	-0.01	-0.019
Si	34.09	12.228	18.739	0.011	-0.001	-0.019
Si	36.754	15.067	18.851	0.021	0.006	-0.03
Si	39.415	1.267	18.756	-0.039	-0.014	-0.018
Si	42	4.086	18.485	0.026	-0.015	-0.061
Si	39.312	6.812	18.775	0.017	-0.009	-0.006
Si	42.126	9.372	18.922	-0.003	0.013	-0.024
Si	39.464	12.241	18.744	0.016	0.016	-0.05
Si	42.131	14.913	18.869	-0.008	0.001	-0.008
Si	44.757	1.264	18.721	-0.028	-0.014	-0.041
Si	47.507	4.053	18.873	0.019	-0.011	-0.001
Si	44.737	6.757	18.933	0.007	0.017	-0.004
Si	47.454	9.358	18.842	-0.011	-0.015	-0.012
Si	44.817	12.175	18.942	0.012	-0.02	0.011
Si	47.619	14.93	19.002	-0.019	0.034	0.001
Si	50.168	1.337	18.855	-0.004	-0.027	-0.039
Si	53.004	4.149	18.962	0.023	0.015	-0.032
Si	50.293	6.752	19.06	0.009	0.036	-0.016
Si	52.853	9.443	18.99	-0.038	-0.021	-0.013
Si	50.237	12.221	19.057	0.042	0.005	0
Si	52.888	14.793	18.962	-0.043	-0.011	-0.033
Si	55.702	1.253	18.908	0.019	-0.004	-0.021
Si	58.298	4.048	19.11	0.017	0.013	-0.02
Si	55.721	6.734	19.245	0	0.01	-0.032
Si	58.413	9.51	19.135	-0.017	-0.007	0.012
Si	55.76	12.243	18.998	0.027	0.053	-0.001
Si	58.362	14.944	18.959	-0.012	-0.012	-0.033
Si	61.258	1.397	19.14	0.003	0.033	-0.034
Si	63.888	4.102	19.299	0.024	-0.028	0.01
Si	61.109	6.765	19.269	0.007	-0.009	0.022
Si	63.811	9.47	19.141	-0.014	-0.022	-0.031
Si	61.185	12.275	19.085	0.015	0.015	-0.027
Si	63.917	15.027	19.059	-0.004	0.005	-0.023
Si	0.025	16.388	20.367	-0.018	0.013	0.095
Si	2.662	2.66	20.195	-0.025	0.019	0.041
Si	0.079	5.39	20.698	0.006	-0.003	0.038
Si	2.77	8.168	20.525	0.006	-0.011	0.028
Si	0.011	10.868	20.332	0.017	-0.014	0.066
Si	2.684	13.628	20.417	-0.004	-0.002	0.083
Si	5.383	16.389	20.393	-0.024	-0.024	0.038
Si	8.038	2.736	20.78	0.011	0.03	0.033
Si	5.348	5.605	20.43	-0.012	0.024	0.017
Si	8.199	8.135	20.463	0.004	-0.026	0.067
Si	5.414	11.012	20.468	-0.005	0.031	0.038
Si	8.076	13.774	20.52	-0.027	0.019	0.066
Si	10.851	16.448	20.393	-0.008	0.043	0.027
Si	13.771	2.785	20.744	0.004	-0.022	0.066
Si	10.758	5.434	20.656	0.004	0.014	0.06
Si	13.464	8.242	20.581	0.017	0.02	0.066
Si	10.738	10.991	20.467	-0.003	0.025	0.046
Si	13.635	13.723	20.523	0	0.012	0.022
Si	16.635	16.395	20.795	-0.017	-0.061	0.07
Si	19.128	2.843	20.118	-0.009	0.026	0
Si	16.288	5.581	20.393	0.018	0.026	0.051
Si	19.169	8.092	20.419	0.033	-0.01	0.071
Si	16.348	10.983	20.517	-0.034	0.014	0.065
Si	19.274	13.515	20.564	0.046	-0.012	0.088
Si	21.828	16.351	20.593	0	0.012	0.014
Si	24.609	2.701	20.44	0.011	0.018	0.044
Si	21.855	5.404	20.537	0.011	0.01	0.048
Si	24.677	8.129	20.213	-0.002	-0.025	0.045
Si	21.897	10.931	20.365	-0.009	0.019	0.069
Si	24.646	13.57	20.443	-0.003	-0.007	0.003
Si	27.426	16.328	20.423	0.004	0.033	0.058
Si	30.148	2.839	20.349	-0.045	-0.02	0.062
Si	27.449	5.36	20.075	0.001	-0.002	0.037
Si	30.087	7.999	20.089	0.039	0.017	0.029
Si	27.304	10.799	20.425	0.041	0.029	0.043
Si	30.071	13.746	20.205	-0.054	0.011	0.073
Si	32.829	16.447	20.293	-0.028	-0.02	0.058
Si	35.608	2.717	20.102	0.043	-0.034	0.06
Si	32.784	5.537	19.886	-0.018	0.035	0.056
Si	35.363	8.155	20.229	0.018	-0.009	0.061
Si	32.678	10.896	20.038	-0.021	0.006	0.036
Si	35.405	13.617	20.096	0.009	0.004	0.046
Si	38.088	16.414	20.329	-0.012	0.008	0.037
Si	40.797	2.73	19.886	0.011	-0.011	0.057
Si	37.905	5.477	20.1	-0.025	0.019	0.056
Si	40.655	8.026	20.261	0.033	0.005	0.056
Si	38.063	10.935	20.069	-0.003	0.013	0.073
Si	40.776	13.539	20.202	0.007	0.003	0.068
Si	43.459	16.298	20.224	0.022	0.025	0.088
Si	46.052	2.656	20.044	0.025	0.004	0.04
Si	43.114	5.401	19.996	-0.056	0.053	0
Si	46.177	8.023	20.345	0.006	-0.016	0.042
Si	43.481	10.74	20.3	0.017	-0.009	0.026
Si	46.214	13.538	20.308	0	-0.009	0.037
Si	48.933	16.395	20.409	-0.046	-0.008	0.042
Si	51.574	2.715	20.083	-0.004	0	0.042
Si	48.889	5.313	20.317	0.038	-0.001	0.027
Si	51.562	8.175	20.555	-0.021	-0.033	0.01
Si	48.789	10.728	20.153	0	-0.021	0.044
Si	51.574	13.549	20.562	-0.037	0.024	0.042
Si	54.321	16.172	20.164	0.023	-0.014	0.043
Si	56.888	2.613	20.386	-0.009	0.003	0.042
Si	54.27	5.348	20.591	0.011	-0.013	0.015
Si	57.124	8.184	20.607	-0.017	-0.021	0.059
Si	54.312	10.818	20.141	-0.001	-0.013	0.004
Si	57.034	13.673	20.447	-0.03	-0.008	0.062
Si	59.779	16.28	20.23	-0.017	0.004	0.026
Si	62.573	2.695	20.717	0.01	-0.009	0.054
Si	59.658	5.344	20.54	0.013	-0.001	0.054
Si	62.451	8.163	20.66	0.01	0.031	0.045
Si	59.75	10.94	20.426	-0.028	0	0.012
Si	62.606	13.675	20.416	-0.008	-0.012	0.057
Si	1.595	15.263	21.671	-0.172	-0.228	-0.732
Si	3.771	1.189	21.606	0.239	0.154	-0.759
Si	1.375	3.684	21.8	-0.024	0.213	-0.519
Si	4.427	7.217	21.935	-0.415	-0.355	-0.539
Si	1.166	9.357	21.671	0.157	0.173	-0.675
Si	4.258	12.594	21.793	-0.123	-0.289	-0.697
Si	6.435	14.895	21.802	0.303	0.153	-0.648
Si	9.79	1.554	21.93	-0.277	-0.093	-0.651
Si	6.677	4.418	21.871	-0.027	-0.303	-0.6
Si	9.058	6.501	21.979	0.227	0.064	-0.711
Si	6.703	9.457	21.617	0.157	0.221	-0.65
Si	9.628	12.604	21.8	-0.371	-0.334	-0.622
Si	11.897	14.822	21.658	0.388	0.262	-0.646
Si	15.729	1.96	22.01	-0.181	-0.188	-0.672
Si	11.988	3.857	21.915	0.13	0.068	-0.711
Si	15.196	7.183	21.757	-0.349	-0.37	-0.586
Si	12.273	9.914	21.81	-0.136	-0.372	-0.61
Si	14.651	12.048	21.803	0.287	0.229	-0.733
Si	18.098	14.822	22.076	-0.142	0.174	-0.713
Si	20.465	1.728	21.617	-0.103	-0.407	-0.584
Si	17.839	4.236	21.448	0.019	0.065	-0.481
Si	20.091	6.377	21.818	0.176	0.093	-0.712
Si	17.594	9.313	21.586	0.266	0.327	-0.673
Si	21.02	12.528	21.894	-0.28	-0.253	-0.692
Si	23.216	14.823	21.83	0.112	0.285	-0.602
Si	26.286	1.61	21.69	-0.229	-0.157	-0.716
Si	22.96	3.7	21.806	0.254	0.427	-0.675
Si	26.32	6.898	21.327	-0.101	0	-0.59
Si	23.407	9.595	21.483	-0.058	-0.157	-0.635
Si	25.569	11.805	21.758	0.299	0.231	-0.722
Si	28.714	14.867	21.78	0.191	0.297	-0.658
Si	31.986	1.962	21.56	-0.165	-0.125	-0.738
Si	28.465	3.917	21.629	0.254	0.111	-0.691
Si	31.799	7.01	21.388	-0.203	-0.043	-0.703
Si	28.542	9.03	21.453	-0.041	0.257	-0.595
Si	31.566	12.444	21.369	-0.138	-0.124	-0.714
Si	33.822	14.659	21.458	0.137	0.256	-0.72
Si	37.211	1.906	21.693	-0.135	-0.217	-0.726
Si	34.151	4.167	21.115	0.055	0.021	-0.562
Si	36.236	6.398	21.573	0.155	0.092	-0.736
Si	33.784	9.425	21.433	0.229	0.038	-0.705
Si	37.011	12.539	21.408	-0.161	-0.064	-0.848
Si	39.231	14.737	21.509	0.188	0.166	-0.753
Si	42.319	1.724	21.338	0.037	-0.158	-0.713
Si	39.382	4.053	21.146	-0.056	-0.004	-0.573
Si	41.519	6.24	21.591	0.155	0.209	-0.705
Si	39.507	9.724	21.403	-0.113	-0.206	-0.717
Si	41.815	11.859	21.493	0.191	0.185	-0.776
Si	45.037	15.124	21.554	-0.261	-0.123	-0.731
Si	47.098	1.175	21.497	0.336	0.079	-0.737
Si	44.395	3.887	21.107	0.014	-0.181	-0.54
Si	47.8	6.866	21.685	-0.145	-0.074	-0.63
Si	45.11	9.667	21.655	-0.24	-0.249	-0.716
Si	47.341	11.882	21.545	0.103	0.241	-0.719
Si	50.722	15.494	21.757	-0.148	-0.181	-0.666
Si	52.954	1.32	21.272	0.033	-0.028	-0.528
Si	50.3	3.919	21.596	-0.196	-0.01	-0.697
Si	53.217	7.077	21.87	-0.313	-0.303	-0.611
Si	49.809	9.328	21.728	0.229	0.049	-0.589
Si	53.241	12.21	21.656	-0.352	-0.058	-0.595
Si	55.263	14.67	21.7	0.296	0.178	-0.695
Si	58.512	1.395	21.526	-0.125	-0.085	-0.638
Si	55.151	3.459	21.797	0.131	0.209	-0.7
Si	58.365	6.701	22.004	0.06	0.104	-0.678
Si	55.392	9.405	21.64	0.332	0.108	-0.612
Si	58.734	12.626	21.679	-0.181	-0.169	-0.656
Si	60.977	14.857	21.613	0.206	0.104	-0.622
Si	64.333	1.542	21.906	-0.22	0.04	-0.7
Si	60.709	3.674	21.851	0.322	0.232	-0.648
Si	64.217	7.102	21.874	-0.272	-0.327	-0.736
Si	61.301	9.948	21.846	-0.3	-0.562	-0.462
Si	63.778	12.023	21.621	0.226	0.337	-0.57
Si	3.297	4.392	26.302	0.032	0.038	-0.02
Si	7.288	6.442	26.472	0.039	0.066	-0.01
Si	2.408	7.267	26.126	0.018	-0.001	0.079
Si	6.79	11.567	28.872	0.014	0.043	-0.005
Si	5.032	7.47	24.907	-0.101	-0.01	-0.211
Si	6.898	15.255	24.832	-0.068	-0.005	-0.038
Si	0.33	16.068	27.034	-0.027	-0.058	0.032
Si	10.02	7.048	24.935	-0.071	-0.028	-0.185
Si	3.032	16.206	28.347	0.016	-0.181	0.098
Si	0.668	12.047	25.903	-0.148	0.02	0.067
Si	6.706	10.145	24.481	0.051	-0.028	0
Si	9.496	16.328	24.736	0.025	-0.027	-0.047
Si	17.666	9.839	27.215	-0.046	0.136	0.093
Si	16.732	7.846	29.203	0.082	0.154	0.22
Si	15.421	11.426	28.354	0.105	0.008	-0.007
Si	11.919	9.409	24.797	0.022	0.075	-0.107
Si	13.875	16.576	26.748	-0.088	0.054	-0.125
Si	11.924	1.754	25.532	0.1	-0.092	-0.076
Si	19.138	0.435	23.988	-0.037	0.052	-0.041
Si	31.238	1.846	24.553	0.08	0.167	-0.148
Si	24.037	11.09	25.877	-0.117	0.021	0.191
Si	21.747	9.283	26.171	0.086	0.14	-0.011
Si	22.185	7.605	23.618	-0.043	0	-0.081
Si	17.33	13.254	24.647	0.113	0.06	-0.031
Si	25.608	2.215	30.528	-0.024	0.026	0.012
Si	28.037	8.942	27.063	-0.094	-0.059	0.071
Si	27.739	4.085	27.081	0.038	0.038	-0.102
Si	24.852	4.51	26.264	-0.037	0.082	-0.119
Si	28.872	14.887	24.823	0.048	0.049	-0.192
Si	31.596	15.341	25.739	0.128	-0.108	-0.105
Si	29.403	4.297	24.537	0.012	-0.02	-0.171
Si	26.589	15.786	26.518	0.035	0.023	-0.154
Si	35.866	15.729	26.258	0.064	0.01	-0.013
Si	34.279	14.198	24.302	-0.022	0.001	-0.056
Si	21.729	1.086	28.895	0.023	0.07	-0.021
Si	27.549	12.691	23.498	-0.029	0.026	-0.11
Si	42.264	12.238	24.531	-0.062	-0.112	-0.128
Si	41.414	7.081	24.535	-0.073	0.002	-0.18
Si	33.111	16.595	30.528	-0.05	0.103	0.045
Si	39.137	9.091	24.326	0.057	0.008	-0.085
Si	32.695	8.183	26.195	0.06	-0.042	0.061
Si	38.542	15.98	27.941	-0.022	0.074	-0.111
Si	44.904	3.542	25.555	-0.011	-0.009	0.06
Si	46.14	4.499	30.315	0.11	-0.052	0.033
Si	38.954	7.413	28.774	-0.002	-0.066	0.119
Si	45.334	8.251	24.363	0.072	0.048	-0.136
Si	39.819	11.492	26.015	0.027	0.058	-0.07
Si	46.864	13.321	27.69	0.037	-0.014	0.072
Si	42.368	3.693	27.128	0.005	-0.156	0.053
Si	50.015	16	24.663	0.101	-0.016	-0.121
Si	43.72	1.556	28.885	0.03	0	0.016
Si	51.639	5.58	23.85	0.038	0.038	0.096
Si	49.203	13.41	26.001	0.004	-0.123	-0.059
Si	49.364	8.477	30.774	-0.163	0.117	0.205
Si	47.767	4.135	26.243	-0.037	-0.03	-0.041
Si	52.736	3.855	26.246	0.016	0.111	-0.051
Si	47.921	9.174	25.663	-0.108	-0.117	0.033
Si	51.116	5.418	28.274	0.037	-0.027	0.007
Si	45.738	5.47	23.339	0.189	0.048	0.044
Si	55.212	15.692	24.735	-0.003	-0.126	-0.106
Si	57.912	16.303	24.211	-0.046	-0.028	0.05
Si	56.909	4.715	23.914	0.004	0.022	-0.043
Si	62.002	10.31	24.502	0.027	-0.039	0.014
Si	58.226	13.154	24.469	-0.049	0.065	-0.145
Si	54.989	8.763	25.973	0.151	-0.085	-0.036
Si	60.941	8.944	30.272	-0.075	0.017	0.137
Si	63.604	12.818	24.424	0.003	-0.055	0.024
Si	59.948	7.189	24.655	-0.02	-0.03	-0.093
Si	61.749	15.924	26.637	-0.071	-0.061	-0.092
Si	4.052	3.486	23.445	-0.057	0.097	-0.296
Si	58.005	8.854	26.574	-0.073	-0.043	-0.032
Si	1.498	14.65	24.661	0.076	0.106	-0.047
Si	62.821	15.869	23.858	-0.012	0.022	-0.207
Si	1.518	3.806	28.539	-0.015	-0.108	0.052
Si	4.176	11.806	24.72	-0.056	0.003	-0.079
Si	11.911	6.662	28.754	-0.023	-0.021	0.09
Si	62.923	7.106	29.093	0.037	-0.071	0.008
Si	4.114	14.595	26.044	-0.008	-0.018	-0.02
Si	6.939	8.467	28.906	0.033	-0.066	-0.001
Si	14.621	13.504	24.534	-0.168	0.063	-0.022
Si	9.857	9.052	28.791	0.03	-0.008	-0.114
Si	5.598	1.538	28.903	0.082	0.042	0.099
Si	1.171	9.121	30.418	0.003	0.119	0.155
Si	8.637	11.163	26.675	-0.019	0.004	0.095
Si	21.38	11.837	24.865	0.027	-0.027	-0.11
Si	18.822	3.464	31.215	0.001	0.056	0.083
Si	6.612	3.633	30.495	-0.054	0.025	0.167
Si	16.702	2.475	29.483	-0.048	-0.012	-0.049
Si	13.069	15.88	24.245	0.052	0.076	0.07
Si	12.913	11.818	26.573	0.185	0.021	-0.017
Si	21.627	12.674	30.366	-0.057	0.106	0.079
Si	18.056	14.422	31.22	0.082	0.059	0.034
Si	19.329	11.407	28.877	0.012	0.025	0.052
Si	19.626	13.568	26.678	-0.034	-0.122	0.016
Si	15.289	13.476	30.548	-0.067	-0.069	-0.058
Si	24.698	16.542	24.027	0.08	-0.059	-0.013
Si	17.325	10.058	24.394	-0.159	-0.033	-0.096
Si	27.811	1.52	28.508	-0.048	-0.123	0.044
Si	24.894	6.302	23.758	-0.047	0.019	0.044
Si	26.146	12.819	27.639	-0.039	-0.006	-0.039
Si	20.637	1.838	26.049	0.007	-0.103	0.008
Si	23.08	2.757	24.631	0.032	0.127	-0.177
Si	31.013	7.501	30.096	0.147	0.031	0.157
Si	36.122	2.103	24.653	0.123	-0.084	-0.127
Si	23.043	3.444	30.329	0.119	0.014	0.125
Si	32.27	11.163	31.181	0.065	0.058	-0.022
Si	31.889	5.959	24.279	-0.092	-0.024	-0.124
Si	30.319	0.661	30.245	-0.14	0.084	0.037
Si	31.826	12.327	28.282	-0.076	0.079	0.167
Si	37.405	4.375	26.19	-0.055	0.005	-0.097
Si	34.702	2.919	30.839	-0.085	0.123	0.131
Si	35.29	9.389	25.83	0.05	-0.089	-0.081
Si	28.739	6.548	28.673	-0.13	0.132	0.078
Si	33.359	14.933	28.025	-0.012	0.037	-0.044
Si	40.971	16.343	23.545	0.006	-0.036	-0.073
Si	45.094	7.107	29.019	0.077	0.165	0.075
Si	37.352	11.479	30.641	0.072	-0.018	0.027
Si	39.314	12.987	28.601	0.079	-0.078	0.016
Si	33.611	3.68	25.362	0.011	0.029	0.033
Si	41.967	13.492	30.152	-0.086	0.043	0.025
Si	43.664	14.766	24.298	-0.007	0.056	-0.064
Si	47.841	2.618	28.778	0.014	-0.037	0.125
Si	43.553	7.94	26.635	-0.006	0.012	-0.027
Si	40.932	1.063	26.329	0.007	-0.032	0.029
Si	44.028	0.62	26.202	-0.085	0.067	-0.031
Si	49.345	13.612	28.865	-0.039	-0.037	0.051
Si	59.357	12.708	30.564	-0.037	0.02	-0.066
Si	55.309	5.695	26.433	-0.037	0.014	-0.086
Si	49.094	4.442	30.419	0.06	-0.142	0.117
Si	54.291	9.064	28.898	0.148	-0.099	0.023
Si	52.187	7.34	30.114	0.046	0.005	0.12
Si	55.018	11.282	30.928	0.021	0.05	0.06
Si	52.756	0.664	25.997	-0.024	-0.041	0.063
Si	55.444	13.465	28.818	0.066	-0.033	0.072
Si	49.167	11.397	23.891	0.121	-0.09	-0.242
Si	55.505	12.882	25.922	-0.034	0.108	-0.023
Si	62.54	12.558	30.411	0.05	0.113	0.144
Si	54.329	10.747	23.951	0.007	0.064	-0.193
Si	64.174	10.452	29.376	0.102	0.029	-0.097
Si	63.608	14.854	28.858	0.025	-0.083	-0.039
Si	58.943	6.526	30.612	0.07	0.036	0.025
Si	59.62	10.918	28.295	-0.081	-0.059	-0.055
Si	1.907	9.798	24.607	0.11	0.003	-0.06
Si	7.635	16.002	30.118	-0.056	0.129	0.193
Si	1.1	16.72	30.654	0.049	0.011	-0.044
Si	5.951	4.281	27.87	-0.081	-0.094	-0.011
Si	2.204	3.082	31.372	0.02	0.114	0.053
Si	4.148	11.8	30.236	0.012	-0.014	0.098
Si	0.861	6.872	28.767	-0.129	-0.02	-0.026
Si	1.503	11.52	28.847	-0.045	-0.051	0.064
Si	9.067	13.319	24.736	0.065	0.125	-0.092
Si	9.235	2.215	30.465	-0.029	-0.023	0.053
Si	62.96	8.868	26.918	-0.011	0.152	-0.013
Si	8.775	13.201	30.313	0.042	-0.001	0.233
Si	11.726	13.021	29.172	0.036	0.017	0.011
Si	5.077	9.007	31.08	0.05	-0.001	0.13
Si	13.884	2.014	30.556	0.055	0.06	0.079
Si	21.035	5.375	30.385	-0.001	0.079	0.213
Si	11.716	3.96	30.091	-0.073	0.151	0.172
Si	12.141	10.32	30.463	-0.018	0.009	0.077
Si	16.259	1.287	24.907	0	-0.03	-0.021
Si	14.824	8.104	24.568	0.188	0.038	-0.14
Si	16.646	5.124	28.326	0.04	0.077	-0.057
Si	17.755	2.944	26.792	-0.039	-0.103	0.039
Si	13.899	8.034	30.403	0.009	-0.014	0.164
Si	20.134	15.063	29.119	0.063	-0.06	0.051
Si	17.122	10.308	30.585	0.05	-0.06	-0.033
Si	13.532	15.585	29.623	-0.124	-0.005	0.016
Si	24.671	13.078	30.252	-0.057	-0.046	0.121
Si	21.445	7.881	28.651	-0.078	-0.108	0.024
Si	14.185	6.135	26.681	-0.071	0.02	-0.031
Si	24.309	6.996	27.693	0.057	-0.003	-0.043
Si	12.183	4.712	24.853	0.012	0.023	-0.051
Si	29.6	9.993	30.62	-0.036	-0.001	0.094
Si	23.89	15.944	30.33	-0.179	0.124	0.195
Si	34.975	4.37	28.134	-0.076	0.048	-0.068
Si	24.598	8.268	31.501	-0.123	0.098	-0.001
Si	26.47	8.141	29.362	-0.015	0.013	0.069
Si	29.215	14.409	31.073	0.037	-0.058	0.085
Si	25.644	8.681	25.322	0.006	-0.077	0.111
Si	21.731	8.764	31.211	0.042	0.167	0.192
Si	40.129	5.552	26.679	0.089	-0.008	-0.029
Si	28.843	12.511	28.876	0.016	0.054	-0.026
Si	36.884	7.086	24.611	-0.028	-0.004	-0.159
Si	29.935	10.732	23.488	0.02	0.094	-0.17
Si	33.891	7.174	28.828	-0.104	0.104	0
Si	38.574	16.668	30.771	-0.089	-0.093	0.053
Si	47.299	9.031	28.656	-0.045	0.023	0.035
Si	38.261	6.067	31.235	-0.074	-0.067	0.032
Si	40.461	8.053	31.199	0.043	0.006	-0.079
Si	30.678	10.156	26.44	-0.163	0.035	-0.004
Si	35.134	11.329	23.601	-0.121	0.047	-0.177
Si	41.592	16.634	30.547	0.025	-0.029	0.077
Si	49.603	6.62	25.94	0.007	-0.173	-0.04
Si	36.299	9.167	28.73	-0.018	-0.025	0.09
Si	42.356	10.538	26.69	0.146	-0.091	-0.098
Si	44.906	9.846	30.192	0.105	-0.091	0.083
Si	45.685	0.611	31.052	0.058	0.005	0.075
Si	51.319	14.296	30.815	0.125	-0.047	0.046
Si	48.609	2.346	23.765	0.05	0.008	-0.013
Si	54.617	0.66	31.164	0.008	-0.074	0.103
Si	44.006	12.242	28.483	0.148	0.079	0.108
Si	47.521	15.895	28.827	0.065	-0.066	0.016
Si	56.632	7.042	28.735	-0.012	0.13	-0.076
Si	58.2	14.92	28.875	0.107	-0.049	-0.105
Si	59.577	1.661	26.162	-0.042	-0.007	-0.081
Si	56.984	2.766	31.124	0.007	0.095	0.076
Si	59.791	4.2	24.612	0.007	0.055	-0.077
Si	53.257	15.633	28.865	-0.005	0.018	0.024
Si	60.029	13.437	26.742	-0.133	0.088	0.184
Si	64.486	1.864	28.501	0.001	0.002	0.119
Si	61.576	2.097	29.66	0.029	-0.057	-0.115
Si	58.566	1.771	28.772	-0.095	-0.043	0.146
Si	61.33	4.947	30.573	-0.038	0.1	0.104
Si	63.107	7.809	24.425	0.004	-0.075	-0.079
Si	62.751	16.301	31.377	0.004	0.062	0.205
Si	1.444	14.98	5.495	0.006	-0.001	-0.006
Si	4.111	1.395	5.495	0.018	0.018	0.004
Si	1.425	4.082	5.577	0.003	0.006	0.003
Si	4.1	6.863	5.606	-0.014	-0.007	0
Si	1.413	9.552	5.516	-0.007	0.005	0.01
Si	4.099	12.297	5.493	-0.01	-0.004	0.01
Si	6.753	14.997	5.542	0.003	0.002	-0.006
Si	9.501	1.423	5.636	0.013	-0.001	0.012
Si	6.771	4.118	5.588	0.001	0.01	0.018
Si	9.532	6.874	5.574	-0.004	-0.016	0.018
Si	6.782	9.619	5.54	-0.016	0.013	-0.002
Si	9.453	12.336	5.577	0.001	0.009	0.021
Si	12.182	15.095	5.554	0.001	0.013	0.011
Si	14.91	1.485	5.565	-0.007	0.004	0.016
Si	12.187	4.221	5.599	-0.015	0.004	-0.001
Si	14.908	6.945	5.54	0.012	0.013	-0.005
Si	12.183	9.604	5.581	-0.015	-0.015	0.005
Si	14.92	12.342	5.533	-0.002	-0.004	0.001
Si	17.626	15.073	5.523	0.003	0.022	-0.002
Si	20.308	1.473	5.482	-0.014	-0.021	-0.002
Si	17.559	4.211	5.516	-0.013	0.007	0.008
Si	20.333	6.911	5.486	-0.03	0.001	-0.009
Si	17.596	9.664	5.486	-0.007	0.011	0.011
Si	20.295	12.354	5.472	-0.006	-0.002	-0.003
Si	22.999	15.041	5.454	0.027	0.026	0.008
Si	25.747	1.356	5.489	0.008	-0.007	0.024
Si	22.988	4.144	5.535	-0.014	0.001	0.011
Si	25.777	6.863	5.44	-0.007	-0.022	0.006
Si	23.056	9.58	5.414	-0.005	-0.021	-0.016
Si	25.77	12.253	5.346	0.035	-0.003	-0.014
Si	28.475	14.911	5.401	-0.006	0.01	0.006
Si	31.287	1.363	5.357	0.016	-0.003	0.008
Si	28.471	4.115	5.374	-0.021	-0.027	0.023
Si	31.255	6.769	5.302	-0.022	-0.027	0.011
Si	28.514	9.552	5.355	-0.01	-0.021	0.005
Si	31.232	12.221	5.281	0.012	-0.011	-0.006
Si	33.966	14.927	5.221	0.013	-0.009	0.01
Si	36.66	1.312	5.19	-0.021	0	-0.002
Si	34.01	4.029	5.26	0.011	0	0.001
Si	36.739	6.763	5.16	-0.001	-0.02	-0.001
Si	33.986	9.458	5.208	0.004	-0.007	-0.008
Si	36.694	12.202	5.183	-0.004	0.007	-0.009
Si	39.451	14.879	5.209	0.027	-0.003	0.008
Si	42.186	1.286	5.239	0.004	0.006	0.01
Si	39.448	4.02	5.156	0.008	0.022	-0.003
Si	42.202	6.713	5.16	0.008	0.019	0.001
Si	39.448	9.436	5.168	0.019	-0.005	0.007
Si	42.128	12.161	5.204	0.006	0.022	0.011
Si	44.89	14.895	5.283	-0.011	0.009	0.015
Si	47.64	1.344	5.331	-0.02	0.014	0.01
Si	44.952	4.002	5.231	-0.002	-0.013	0.008
Si	47.695	6.702	5.274	0.008	-0.014	0.007
Si	44.89	9.424	5.265	0.018	0.001	0.016
Si	47.666	12.15	5.359	0.002	0.008	0.022
Si	50.436	14.886	5.394	-0.015	-0.006	0.015
Si	53.111	1.305	5.347	-0.015	-0.016	0.003
Si	50.402	4.055	5.289	0.007	0.005	0.002
Si	53.099	6.778	5.334	-0.005	-0.002	0.016
Si	50.433	9.442	5.295	0.011	-0.015	0.001
Si	53.127	12.142	5.368	0.012	-0.002	0.006
Si	55.815	14.899	5.418	0.005	0.018	-0.011
Si	58.499	1.315	5.536	0.018	0.016	0.017
Si	55.82	4.045	5.403	0.012	-0.007	0
Si	58.507	6.776	5.494	0.001	0.012	0.015
Si	55.814	9.471	5.353	-0.002	-0.001	-0.004
Si	58.55	12.19	5.442	0.003	-0.001	0.009
Si	61.269	14.9	5.473	0.011	-0.01	-0.007
Si	63.996	1.299	5.569	0.015	-0.006	0.002
Si	61.255	4.082	5.606	-0.003	-0.003	0.028
Si	64.008	6.8	5.546	-0.021	-0.015	0.018
Si	61.285	9.514	5.539	-0.009	0.001	0.013
Si	63.99	12.231	5.527	-0.005	-0.006	0.001
Si	2.761	16.356	6.879	0.005	-0.006	-0.017
Si	5.436	2.735	6.924	0.009	-0.006	-0.003
Si	2.751	5.466	6.938	0.001	0.004	-0.002
Si	5.458	8.242	6.929	-0.002	-0.004	-0.005
Si	2.753	10.927	6.875	-0.006	0.007	-0.002
Si	5.421	13.642	6.914	-0.006	0.006	-0.012
Si	8.129	16.347	6.928	0.004	-0.007	-0.004
Si	10.862	2.815	6.956	-0.003	-0.005	-0.006
Si	8.147	5.509	6.916	-0.013	0.001	-0.011
Si	10.867	8.228	6.956	0.014	-0.002	-0.001
Si	8.132	10.953	6.936	0.013	-0.003	-0.009
Si	10.841	13.702	6.91	-0.006	-0.005	-0.003
Si	13.554	0.113	6.92	0.006	0.007	-0.01
Si	16.273	2.829	6.92	0.012	-0.014	0
Si	13.568	5.574	6.929	-0.001	-0.003	-0.01
Si	16.276	8.29	6.887	0.015	-0.007	-0.002
Si	13.573	10.971	6.905	0.005	-0.013	-0.004
Si	16.274	13.704	6.891	0.012	0	-0.006
Si	18.991	16.419	6.873	0.01	0.006	0.01
Si	21.655	2.786	6.889	0.014	0.002	0.007
Si	18.963	5.551	6.853	0.002	-0.005	-0.006
Si	21.707	8.252	6.827	0.005	0.01	0.007
Si	18.972	10.984	6.858	0.004	-0.006	-0.007
Si	21.67	13.685	6.834	-0.016	0.013	0.004
Si	24.377	16.349	6.838	0.007	0.004	0.004
Si	27.147	2.745	6.761	0.003	-0.01	0.003
Si	24.413	5.507	6.81	0.002	-0.007	-0.002
Si	27.164	8.211	6.753	0.002	0.014	0.007
Si	24.432	10.922	6.761	-0.003	0.003	0
Si	27.125	13.572	6.756	0.005	0.002	0.01
Si	29.883	16.313	6.678	-0.007	0.008	-0.01
Si	32.65	2.72	6.675	-0.001	0.011	-0.001
Si	29.87	5.461	6.694	0.004	0.024	-0.014
Si	32.635	8.137	6.621	0.008	-0.008	0.005
Si	29.883	10.899	6.691	-0.015	0.025	-0.008
Si	32.61	13.587	6.61	0	0.002	0.003
Si	35.335	16.279	6.584	-0.003	-0.001	-0.006
Si	38.066	2.675	6.525	0	0	-0.008
Si	35.386	5.415	6.563	-0.014	0.009	0.002
Si	38.09	8.103	6.546	-0.002	0.011	-0.006
Si	35.338	10.846	6.554	0.001	-0.003	0.006
Si	38.078	13.529	6.559	0.012	0.004	0.003
Si	40.804	16.252	6.574	-0.012	0.001	0
Si	43.566	2.651	6.584	-0.01	-0.001	0.001
Si	40.821	5.372	6.528	0.001	-0.015	-0.001
Si	43.524	8.063	6.59	0	0.002	0.001
Si	40.786	10.799	6.561	-0.008	-0.005	0.004
Si	43.51	13.516	6.589	-0.01	-0.006	-0.006
Si	46.264	16.266	6.64	0.003	0.004	-0.001
Si	49.024	2.702	6.666	-0.008	-0.002	-0.011
Si	46.309	5.351	6.618	0.001	0.001	-0.005
Si	49.036	8.085	6.64	-0.006	0.006	0
Si	46.272	10.771	6.645	-0.002	-0.005	-0.005
Si	49.014	13.539	6.704	0.001	-0.001	-0.004
Si	51.77	16.269	6.738	0.002	-0.014	0.004
Si	54.447	2.67	6.739	-0.003	0.012	-0.01
Si	51.73	5.412	6.688	-0.004	0.006	0.001
Si	54.46	8.112	6.728	0.001	-0.012	-0.013
Si	51.743	10.799	6.711	-0.004	0.004	-0.001
Si	54.454	13.524	6.754	-0.002	-0.003	0.001
Si	57.131	16.258	6.837	-0.007	0.001	-0.005
Si	59.871	2.681	6.887	-0.003	0.004	0.002
Si	57.147	5.394	6.815	-0.004	-0.003	0.001
Si	59.88	8.144	6.846	0.007	-0.001	-0.003
Si	57.155	10.829	6.766	0.001	0.009	-0.004
Si	59.883	13.56	6.83	-0.01	0.005	-0.013
Si	62.605	16.257	6.879	-0.001	-0.001	0.003
Si	0.041	2.718	6.911	-0.009	0.001	-0.01
Si	62.618	5.466	6.915	-0.007	0	-0.001
Si	0.061	8.185	6.895	0.011	-0.013	-0.016
Si	62.623	10.881	6.895	0.007	-0.008	-0.004
Si	0.057	13.626	6.862	-0.003	0	-0.003
Si	1.4	1.372	8.267	0.008	0.001	-0.006
Si	4.102	4.11	8.291	0.01	0.01	-0.005
Si	1.38	6.819	8.279	-0.009	-0.01	0.002
Si	4.083	9.579	8.278	-0.006	-0.003	-0.005
Si	1.388	12.269	8.246	0.004	-0.004	-0.007
Si	4.084	15.004	8.278	0.006	0.001	0.009
Si	6.792	1.394	8.293	-0.022	-0.008	0.001
Si	9.493	4.159	8.303	0.002	-0.001	-0.004
Si	6.81	6.874	8.285	0.014	0.014	0.002
Si	9.502	9.597	8.294	-0.014	-0.006	0.001
Si	6.784	12.303	8.296	-0.002	-0.007	-0.005
Si	9.501	15.026	8.304	0	0.003	-0.001
Si	12.223	1.457	8.308	0.004	0.002	0.005
Si	14.921	4.188	8.279	-0.002	0.002	-0.004
Si	12.224	6.892	8.323	-0.003	0.011	0.007
Si	14.922	9.616	8.277	-0.003	-0.008	-0.003
Si	12.213	12.333	8.262	0.003	0.009	-0.009
Si	14.92	15.054	8.264	-0.009	0.001	-0.002
Si	17.638	1.448	8.253	-0.005	0.006	0.001
Si	20.306	4.166	8.225	-0.009	-0.019	-0.007
Si	17.632	6.907	8.238	0.008	0.011	-0.001
Si	20.344	9.602	8.196	-0.004	-0.007	0
Si	17.632	12.333	8.246	0.01	-0.001	-0.008
Si	20.346	15.044	8.223	0.005	0.007	0
Si	23.046	1.409	8.202	-0.005	-0.02	0.003
Si	25.786	4.112	8.123	-0.002	-0.001	-0.003
Si	23.062	6.869	8.176	0.003	0.006	-0.008
Si	25.796	9.561	8.118	0.02	0.004	-0.003
Si	23.065	12.287	8.135	-0.007	-0.014	-0.015
Si	25.779	14.959	8.122	-0.017	-0.004	-0.013
Si	28.536	1.362	8.059	0	0.015	-0.001
Si	31.256	4.082	8.008	-0.005	-0.014	-0.009
Si	28.529	6.824	8.074	0	-0.017	-0.002
Si	31.271	9.51	7.992	0.001	-0.011	-0.014
Si	28.521	12.231	8.081	-0.002	-0.014	0.006
Si	31.257	14.94	7.999	0	-0.016	-0.006
Si	34.002	1.322	7.977	-0.006	0.007	0.001
Si	36.739	4.045	7.915	0.006	0.01	-0.006
Si	34.011	6.768	7.944	0.004	-0.002	-0.007
Si	36.721	9.484	7.897	0.01	0.001	-0.006
Si	33.991	12.214	7.936	-0.005	-0.004	-0.008
Si	36.726	14.917	7.914	-0.001	0.006	-0.008
Si	39.435	1.317	7.899	0.006	-0.012	-0.007
Si	42.183	4.023	7.913	0.005	0.002	-0.002
Si	39.467	6.746	7.894	0.007	0.002	-0.006
Si	42.171	9.456	7.924	-0.002	-0.001	-0.007
Si	39.436	12.172	7.92	-0.003	-0.006	-0.001
Si	42.166	14.895	7.941	-0.013	0.007	-0.005
Si	44.904	1.307	7.983	0.003	0.001	0.001
Si	47.649	4.03	8.029	0.002	0.003	0.002
Si	44.919	6.724	7.948	0.008	-0.001	-0.009
Si	47.648	9.431	8	-0.006	0	0.003
Si	44.899	12.172	7.955	0.009	0.013	-0.009
Si	47.631	14.915	8.014	0.01	0.01	0.001
Si	50.367	1.322	8.044	0	0.003	-0.005
Si	53.075	4.044	8.074	0.003	-0.004	-0.006
Si	50.365	6.751	8.054	-0.005	-0.006	0
Si	53.095	9.463	8.095	0.005	0.013	-0.002
Si	50.367	12.167	8.057	-0.015	-0.002	0
Si	53.096	14.897	8.11	-0.001	0.014	-0.003
Si	55.771	1.323	8.157	-0.002	-0.01	-0.003
Si	58.499	4.055	8.206	0.007	-0.003	-0.003
Si	55.78	6.761	8.143	0.001	-0.002	0.006
Si	58.498	9.496	8.178	-0.007	-0.016	-0.006
Si	55.808	12.19	8.139	0.004	0.014	0
Si	58.512	14.916	8.189	0.003	0.008	0.005
Si	61.235	1.316	8.226	-0.01	-0.006	0.003
Si	63.951	4.077	8.261	-0.009	-0.006	0.004
Si	61.227	6.81	8.24	0.011	0.004	0.006
Si	63.963	9.523	8.257	-0.013	0.006	0.006
Si	61.228	12.225	8.228	0.013	0.004	-0.004
Si	63.962	14.938	8.255	-0.001	0.008	-0.003
Si	0.02	16.328	9.61	-0.009	-0.002	-0.005
Si	2.733	2.748	9.64	0.005	0.001	-0.005
Si	0.009	5.455	9.625	-0.002	0.004	-0.006
Si	2.731	8.193	9.628	-0.005	-0.002	-0.005
Si	0.025	10.902	9.608	0.005	-0.005	-0.01
Si	2.723	13.634	9.626	-0.008	0.007	-0.009
Si	5.442	16.358	9.652	0.016	0.005	-0.005
Si	8.148	2.773	9.649	-0.002	-0.007	-0.008
Si	5.453	5.492	9.636	-0.002	-0.018	-0.003
Si	8.16	8.227	9.658	0.003	-0.009	-0.001
Si	5.436	10.931	9.65	-0.002	0.005	-0.005
Si	8.158	13.652	9.659	0.003	0.003	-0.004
Si	10.871	16.393	9.653	-0.01	0.005	-0.005
Si	13.591	2.811	9.656	-0.005	-0.001	-0.001
Si	10.867	5.511	9.662	0.006	0.003	-0.005
Si	13.589	8.254	9.664	0.006	-0.007	0.005
Si	10.875	10.962	9.641	0.003	-0.01	-0.011
Si	13.578	13.682	9.634	0.002	0	-0.006
Si	16.293	16.403	9.623	0.012	0.006	0
Si	18.994	2.797	9.619	-0.001	0.002	0.006
Si	16.295	5.539	9.627	0.006	-0.003	-0.004
Si	19.009	8.243	9.589	0.001	-0.005	0.007
Si	16.294	10.967	9.627	-0.003	-0.003	-0.004
Si	19.004	13.681	9.595	0.006	0.006	0.006
Si	21.717	16.375	9.584	0.004	0.003	0.009
Si	24.44	2.766	9.513	0.004	0.005	0.002
Si	21.708	5.509	9.553	-0.003	0	-0.003
Si	24.446	8.214	9.507	-0.002	0	0.003
Si	21.724	10.946	9.538	-0.004	-0.001	0.001
Si	24.432	13.623	9.506	0.015	0.011	0.001
Si	27.169	16.335	9.43	0.012	-0.001	0
Si	29.909	2.725	9.387	0.004	0	0.001
Si	27.172	5.468	9.447	-0.003	0.006	0.003
Si	29.911	8.182	9.392	-0.002	0.007	0.003
Si	27.169	10.899	9.467	0.001	-0.002	0.012
Si	29.9	13.607	9.387	-0.009	0.007	0.003
Si	32.628	16.303	9.337	0.001	0.009	-0.001
Si	35.375	2.696	9.29	-0.002	-0.014	0.004
Si	32.634	5.444	9.329	-0.007	0.002	-0.005
Si	35.37	8.143	9.281	-0.005	0.002	-0.004
Si	32.638	10.878	9.327	-0.005	0.012	0.004
Si	35.361	13.574	9.285	0.003	-0.003	0.002
Si	38.088	16.278	9.27	-0.002	0.01	-0.002
Si	40.811	2.665	9.265	-0.012	0.004	-0.002
Si	38.106	5.404	9.264	0.01	-0.005	0.005
Si	40.812	8.103	9.276	-0.006	0.007	0.006
Si	38.072	10.833	9.277	0.001	-0.004	0.006
Si	40.802	13.535	9.281	0.005	0.003	0.002
Si	43.532	16.253	9.309	-0.001	-0.004	-0.006
Si	46.27	2.659	9.354	0.005	-0.011	-0.002
Si	43.544	5.372	9.295	0.002	0.002	-0.003
Si	46.267	8.081	9.339	0.013	-0.012	0.003
Si	43.535	10.811	9.298	-0.008	-0.01	-0.005
Si	46.256	13.533	9.335	-0.002	0.007	-0.001
Si	48.988	16.272	9.383	-0.025	-0.006	0.001
Si	51.711	2.68	9.43	-0.002	0.009	-0.006
Si	48.991	5.395	9.402	-0.009	0.003	0.005
Si	51.714	8.105	9.437	-0.007	-0.007	0.001
Si	48.985	10.804	9.385	0.001	0.002	0
Si	51.706	13.538	9.438	0.006	0	-0.006
Si	54.42	16.265	9.501	-0.004	-0.003	0.002
Si	57.124	2.685	9.534	-0.002	-0.001	-0.004
Si	54.411	5.394	9.48	0.001	0	0.001
Si	57.135	8.122	9.52	0.001	0.002	-0.002
Si	54.428	10.831	9.48	0.005	-0.009	0.001
Si	57.142	13.552	9.532	0.008	-0.004	0.001
Si	59.851	16.287	9.568	0.006	-0.004	-0.001
Si	62.573	2.705	9.59	0.002	0.004	0.001
Si	59.855	5.426	9.565	-0.004	-0.002	-0.006
Si	62.576	8.171	9.605	-0.006	-0.004	-0.001
Si	59.85	10.855	9.562	-0.007	0.01	-0.01
Si	62.578	13.585	9.601	0.003	-0.003	-0.002
Si	1.357	14.976	10.99	0.007	-0.001	0.002
Si	4.088	1.4	11.009	0.007	-0.013	0.004
Si	1.362	4.105	10.991	-0.008	0.002	0.006
Si	4.084	6.839	10.996	0.003	0.006	0.001
Si	1.36	9.538	10.98	-0.001	0.001	0.001
Si	4.076	12.286	10.999	-0.003	0	0.002
Si	6.81	15.015	11.014	-0.008	-0.003	0.007
Si	9.519	1.427	11.012	0.011	0.002	0.003
Si	6.798	4.137	11.008	0	0.017	0.004
Si	9.517	6.871	11.022	-0.006	0.008	0.002
Si	6.796	9.578	11.015	-0.004	0.002	0.002
Si	9.527	12.305	11.024	-0.002	-0.003	-0.002
Si	12.235	15.034	11.015	-0.001	0.002	0
Si	14.952	1.438	11.007	0	0.007	-0.003
Si	12.233	4.157	11.021	-0.014	-0.008	0
Si	14.949	6.886	11.014	-0.004	0.005	0.005
Si	12.23	9.61	11.02	0.003	0.001	0.002
Si	14.941	12.321	10.999	0.004	-0.001	0
Si	17.659	15.034	10.974	-0.008	-0.005	-0.006
Si	20.373	1.42	10.952	0.007	-0.007	0.004
Si	17.644	4.157	10.987	-0.008	-0.001	-0.001
Si	20.366	6.864	10.941	-0.004	0.003	-0.005
Si	17.66	9.592	10.972	0.01	-0.009	-0.005
Si	20.381	12.305	10.925	-0.003	0.005	-0.005
Si	23.099	14.988	10.894	-0.008	0	-0.002
Si	25.826	1.377	10.817	-0.002	-0.006	-0.003
Si	23.083	4.126	10.881	-0.007	-0.002	-0.007
Si	25.82	6.826	10.826	0.005	-0.005	-0.002
Si	23.091	9.57	10.881	0.004	0	-0.005
Si	25.814	12.26	10.839	0.003	-0.015	-0.002
Si	28.545	14.964	10.759	0.011	-0.011	-0.001
Si	31.275	1.344	10.709	-0.004	0.002	0.003
Si	28.551	4.083	10.761	-0.003	-0.007	-0.006
Si	31.283	6.805	10.711	0.004	0.008	-0.003
Si	28.552	9.527	10.779	-0.006	-0.006	0.003
Si	31.282	12.239	10.705	-0.003	-0.009	0
Si	34.007	14.937	10.659	-0.015	-0.003	-0.008
Si	36.734	1.323	10.63	0.006	0.016	0.001
Si	34	4.056	10.642	-0.006	0.005	-0.011
Si	36.746	6.78	10.615	0.003	-0.003	-0.004
Si	34.016	9.508	10.655	0.008	-0.019	-0.006
Si	36.726	12.212	10.635	0.004	-0.004	-0.002
Si	39.453	14.914	10.628	-0.002	-0.007	-0.002
Si	42.167	1.306	10.643	0.003	-0.003	-0.003
Si	39.462	4.041	10.622	0.002	0.008	-0.003
Si	42.186	6.753	10.638	0.008	-0.004	-0.004
Si	39.45	9.479	10.62	0.002	-0.001	0
Si	42.176	12.187	10.642	-0.009	0.008	-0.007
Si	44.892	14.901	10.681	-0.004	0.014	0.001
Si	47.617	1.304	10.734	0.006	0.008	0.004
Si	44.897	4.028	10.685	0.007	-0.008	-0.004
Si	47.615	6.751	10.743	-0.003	-0.006	0.012
Si	44.898	9.461	10.671	0.008	0.016	-0.006
Si	47.612	12.179	10.716	-0.004	-0.001	0.003
Si	50.328	14.909	10.768	0	0.012	-0.004
Si	53.047	1.32	10.827	0.003	-0.011	0
Si	50.341	4.038	10.778	-0.005	-0.002	0.003
Si	53.047	6.751	10.832	0.004	-0.002	0.007
Si	50.336	9.465	10.777	-0.003	0.006	-0.001
Si	53.053	12.192	10.825	-0.007	0.01	-0.002
Si	55.772	14.915	10.88	0.008	0.012	0.006
Si	58.476	1.334	10.91	0.003	0.008	0.001
Si	55.762	4.054	10.876	-0.004	-0.011	0.002
Si	58.485	6.781	10.911	0.005	-0.003	0.001
Si	55.766	9.477	10.869	0.007	0.004	0.002
Si	58.485	12.206	10.919	0	0.011	0.003
Si	61.204	14.945	10.946	-0.001	0.005	0.007
Si	63.931	1.365	10.963	0.011	-0.005	0.002
Si	61.2	4.069	10.935	-0.01	-0.005	0.002
Si	63.913	6.807	10.975	-0.008	-0.003	0.003
Si	61.197	9.513	10.956	0.006	0	0.004
Si	63.925	12.233	10.974	-0.006	-0.007	0.008
Si	2.711	16.353	12.34	0	-0.001	-0.004
Si	5.444	2.774	12.369	-0.003	0.005	0.003
Si	2.713	5.476	12.349	0	-0.006	-0.004
Si	5.437	8.202	12.362	-0.002	-0.008	-0.001
Si	2.713	10.903	12.334	-0.006	-0.005	-0.006
Si	5.442	13.651	12.352	0.007	0.004	-0.002
Si	8.179	16.374	12.374	-0.001	0.003	0
Si	10.881	2.784	12.373	0.001	-0.003	0
Si	8.158	5.499	12.369	0.007	-0.007	0.003
Si	10.881	8.232	12.376	-0.002	-0.002	-0.003
Si	8.166	10.935	12.372	-0.002	-0.007	0.003
Si	10.893	13.667	12.39	0.002	0.003	-0.001
Si	13.603	16.392	12.375	0	0.001	0.003
Si	16.31	2.792	12.373	0	-0.004	0.005
Si	13.6	5.513	12.377	0	0.003	0.003
Si	16.319	8.239	12.369	0.004	0.004	0.002
Si	13.598	10.962	12.383	-0.003	0	-0.005
Si	16.312	13.677	12.35	0.005	0.003	0.001
Si	19.038	16.375	12.331	-0.006	0.011	0.006
Si	21.758	2.771	12.287	0.006	0.01	0.01
Si	19.023	5.505	12.332	-0.002	-0.009	0.003
Si	21.751	8.216	12.273	0.001	-0.004	0.008
Si	19.036	10.951	12.307	0.004	-0.002	-0.003
Si	21.756	13.642	12.285	0.001	-0.01	0.006
Si	24.486	16.351	12.212	0.011	0	0.007
Si	27.214	2.725	12.149	0.011	0.021	0.003
Si	24.472	5.471	12.209	-0.006	0	0.002
Si	27.198	8.179	12.161	0.007	0.001	0.004
Si	24.467	10.916	12.228	-0.005	-0.004	0.002
Si	27.198	13.627	12.155	-0.005	0.008	0.001
Si	29.922	16.316	12.091	-0.015	0.002	0.002
Si	32.651	2.71	12.027	-0.004	-0.007	0.004
Si	29.921	5.454	12.083	0.001	-0.006	-0.001
Si	32.654	8.175	12.035	-0.001	0.004	0.003
Si	29.924	10.907	12.091	0.006	0.006	0.003
Si	32.649	13.605	12.042	0.008	0.004	-0.002
Si	35.375	16.297	12.001	-0.001	0.002	0.005
Si	38.093	2.686	11.971	-0.001	-0.014	0.003
Si	35.372	5.428	11.957	-0.009	-0.006	-0.01
Si	38.094	8.14	11.985	0.012	0.009	0.014
Si	35.371	10.872	12.009	-0.008	0.008	0.006
Si	38.093	13.567	11.99	-0.002	0.006	0.007
Si	40.82	16.255	11.997	-0.009	0.01	0.009
Si	43.526	2.658	12.016	-0.004	0.003	-0.005
Si	40.821	5.397	11.985	0.002	0.003	-0.001
Si	43.531	8.111	12.022	-0.001	-0.002	0.005
Si	40.804	10.839	11.983	0.001	-0.011	-0.006
Si	43.532	13.533	12.024	0.005	-0.003	0.002
Si	46.242	16.253	12.066	-0.002	-0.012	-0.001
Si	48.968	2.665	12.106	-0.008	-0.005	-0.005
Si	46.239	5.386	12.074	0.001	0	0.008
Si	48.963	8.111	12.127	0.003	0.005	0.004
Si	46.243	10.815	12.058	-0.004	-0.006	-0.004
Si	48.957	13.535	12.106	-0.005	0.004	0.003
Si	51.668	16.269	12.156	-0.002	0.005	0.001
Si	54.393	2.682	12.213	0.004	0.008	-0.004
Si	51.671	5.396	12.178	-0.003	-0.011	0.007
Si	54.397	8.109	12.212	-0.001	0	-0.003
Si	51.677	10.826	12.162	0.002	0	-0.005
Si	54.395	13.545	12.218	-0.001	-0.003	-0.001
Si	57.11	16.287	12.258	0.004	-0.007	0.003
Si	59.821	2.712	12.277	0.004	-0.001	-0.003
Si	57.115	5.418	12.255	0.01	0.008	-0.001
Si	59.83	8.135	12.3	-0.005	-0.002	-0.004
Si	57.111	10.832	12.252	-0.007	-0.005	-0.004
Si	59.835	13.574	12.291	0.002	-0.009	0.004
Si	62.554	16.323	12.304	-0.004	0.005	-0.002
Si	-0.013	2.743	12.336	-0.003	-0.006	0.002
Si	62.536	5.442	12.314	0.005	0.003	-0.001
Si	-0.015	8.177	12.334	-0.002	0.007	-0.005
Si	62.556	10.869	12.327	0.001	0.008	-0.004
Si	-0.012	13.607	12.337	-0.003	-0.001	0.006
Si	1.354	1.395	13.694	0.012	-0.008	-0.001
Si	4.069	4.13	13.721	-0.003	0.002	0.011
Si	1.335	6.826	13.702	-0.008	0.011	0.003
Si	4.064	9.557	13.707	-0.006	0.008	0.005
Si	1.338	12.231	13.691	0.016	-0.006	0.007
Si	4.072	15.003	13.698	-0.003	0.004	0.002
Si	6.825	1.422	13.717	0.004	-0.01	0.007
Si	9.524	4.146	13.725	0.002	0.008	-0.005
Si	6.798	6.853	13.731	-0.004	0.007	0.005
Si	9.521	9.577	13.744	0.001	-0.009	0.01
Si	6.807	12.307	13.714	-0.015	0.007	0.003
Si	9.545	15.032	13.756	0.016	-0.008	0.014
Si	12.244	1.432	13.738	-0.015	0.014	-0.001
Si	14.95	4.146	13.748	-0.007	-0.012	0.006
Si	12.242	6.872	13.736	-0.004	0.005	0.006
Si	14.967	9.603	13.742	-0.004	-0.003	0.006
Si	12.256	12.316	13.767	0.01	-0.009	0.01
Si	14.968	15.029	13.736	0.008	-0.003	0.004
Si	17.692	1.414	13.705	-0.002	-0.008	-0.008
Si	20.398	4.123	13.665	-0.005	0.003	-0.001
Si	17.67	6.855	13.72	0.007	0.004	0.002
Si	20.406	9.585	13.65	-0.005	0.001	-0.001
Si	17.685	12.304	13.687	-0.012	0.009	-0.001
Si	20.416	15	13.671	0.009	-0.01	0.001
Si	23.148	1.387	13.602	0	-0.008	-0.004
Si	25.855	4.079	13.517	0.009	-0.007	-0.002
Si	23.13	6.83	13.594	-0.001	0.003	0.003
Si	25.849	9.54	13.542	-0.007	-0.009	-0.006
Si	23.128	12.27	13.625	-0.005	-0.001	0.001
Si	25.859	14.981	13.546	0.004	0.003	-0.001
Si	28.578	1.336	13.482	0.014	-0.012	0.009
Si	31.291	4.068	13.39	-0.002	0.009	0.002
Si	28.572	6.8	13.479	-0.018	0.006	0.012
Si	31.306	9.546	13.408	-0.002	-0.004	-0.001
Si	28.581	12.264	13.48	0.006	-0.013	0.004
Si	31.298	14.959	13.426	0.001	-0.008	0.002
Si	34.019	1.342	13.359	-0.009	0.006	0.008
Si	36.713	4.057	13.3	-0.008	0.031	-0.009
Si	34.038	6.79	13.33	0.014	-0.019	-0.007
Si	36.755	9.524	13.349	-0.007	-0.012	0.004
Si	34.016	12.242	13.371	-0.004	0	0.001
Si	36.738	14.93	13.347	0.011	-0.011	0.006
Si	39.45	1.316	13.315	-0.006	0.017	-0.002
Si	42.174	4.039	13.353	0.011	-0.009	-0.006
Si	39.464	6.778	13.322	0.012	-0.018	0.006
Si	42.161	9.494	13.348	-0.018	0.022	-0.002
Si	39.46	12.208	13.344	0.011	-0.004	-0.006
Si	42.172	14.89	13.378	0.008	0	0.006
Si	44.866	1.298	13.401	-0.003	0.015	0.001
Si	47.597	4.027	13.439	0.011	-0.018	-0.004
Si	44.876	6.764	13.415	0.004	0.003	0.014
Si	47.582	9.474	13.461	-0.004	0.016	-0.002
Si	44.886	12.183	13.404	-0.001	-0.004	-0.002
Si	47.584	14.894	13.449	-0.008	0.013	0.008
Si	50.301	1.313	13.503	-0.005	0.005	0.001
Si	53.017	4.037	13.557	0.011	-0.008	0
Si	50.307	6.768	13.526	-0.014	0.007	0.016
Si	53.022	9.472	13.545	0	0	-0.003
Si	50.297	12.182	13.504	0.007	-0.001	0.005
Si	53.011	14.916	13.542	-0.003	0.012	0
Si	55.747	1.341	13.604	-0.006	0.005	0.009
Si	58.472	4.079	13.642	0	-0.01	0.006
Si	55.746	6.77	13.609	-0.001	0.006	0.004
Si	58.448	9.482	13.645	-0.004	0.01	0.002
Si	55.734	12.176	13.602	0.011	0.002	0.004
Si	58.459	14.933	13.635	0.007	0.006	0.011
Si	61.18	1.368	13.644	0.002	0.001	-0.004
Si	63.885	4.096	13.686	-0.003	0.001	-0.001
Si	61.18	6.789	13.692	-0.003	-0.006	0.011
Si	63.893	9.508	13.712	-0.009	-0.007	0.006
Si	61.187	12.225	13.673	0.005	0	0.008
Si	63.894	14.969	13.681	-0.009	0.006	0.011
Si	-0.031	16.357	15.021	0.004	0.006	-0.004
Si	2.698	2.764	15.07	-0.009	-0.006	-0.001
Si	-0.049	5.467	15.048	-0.01	-0.01	0.004
Si	2.687	8.196	15.059	0.004	-0.004	0.004
Si	-0.024	10.872	15.067	0.006	0.005	-0.005
Si	2.711	13.602	15.013	-0.014	-0.002	-0.008
Si	5.435	16.386	15.038	0	-0.001	-0.002
Si	8.19	2.775	15.09	0.009	0.008	0.007
Si	5.43	5.493	15.082	-0.007	0	-0.008
Si	8.163	8.204	15.102	0.001	-0.003	0.002
Si	5.439	10.93	15.038	0.008	-0.003	-0.009
Si	8.165	13.666	15.088	-0.008	-0.014	-0.002
Si	10.916	16.395	15.127	0.012	0.001	0
Si	13.585	2.788	15.119	-0.009	-0.01	-0.001
Si	10.878	5.502	15.089	-0.008	-0.009	0.007
Si	13.611	8.222	15.094	0.008	0	-0.005
Si	10.884	10.936	15.104	-0.006	-0.003	-0.002
Si	13.627	13.681	15.134	0	0.011	0.006
Si	16.352	16.376	15.086	0.005	0.01	0
Si	19.067	2.754	15.061	0.003	-0.006	-0.001
Si	16.32	5.491	15.112	-0.012	0.011	0.013
Si	19.052	8.24	15.028	-0.009	0.003	0.001
Si	16.326	10.988	15.092	0.016	-0.013	-0.001
Si	19.069	13.63	15.046	-0.007	0.005	0.004
Si	21.813	16.356	14.999	0.001	0.01	0.004
Si	24.559	2.715	14.936	0.004	0.01	-0.001
Si	21.79	5.477	14.985	0.01	-0.005	0.009
Si	24.512	8.181	14.932	0.016	0.01	0.004
Si	21.786	10.914	15.019	-0.002	0.009	0.004
Si	24.516	13.642	14.94	0.007	-0.013	-0.002
Si	27.241	16.314	14.9	0.002	-0.007	0.004
Si	29.966	2.703	14.782	-0.008	0.017	0.01
Si	27.216	5.434	14.856	0.002	-0.004	0.007
Si	29.958	8.191	14.77	0.016	0.003	0.002
Si	27.23	10.914	14.853	-0.008	0.012	0.003
Si	29.949	13.627	14.826	-0.006	0.014	0.005
Si	32.679	16.322	14.749	0.011	0.003	0.006
Si	35.379	2.711	14.69	0.003	0.01	0.013
Si	32.691	5.428	14.685	-0.014	0.006	0.003
Si	35.382	8.165	14.673	-0.003	-0.003	0.005
Si	32.645	10.934	14.754	-0.004	0.009	0.003
Si	35.392	13.579	14.723	-0.014	0.008	0.011
Si	38.107	16.289	14.685	0.004	0.012	0.001
Si	40.802	2.667	14.668	-0.002	-0.006	0.009
Si	38.068	5.423	14.625	0.001	-0.013	0.003
Si	40.796	8.153	14.698	0.004	-0.012	0.006
Si	38.109	10.885	14.725	0.004	0.007	0.009
Si	40.814	13.529	14.738	0	-0.008	0.01
Si	43.526	16.233	14.756	0.002	-0.004	0.011
Si	46.217	2.664	14.761	0.003	0.004	-0.001
Si	43.494	5.406	14.744	-0.003	-0.018	0.005
Si	46.22	8.113	14.814	-0.011	-0.002	0.003
Si	43.504	10.836	14.739	0.004	-0.002	0.001
Si	46.233	13.519	14.804	0.007	-0.011	0.002
Si	48.925	16.256	14.825	0	-0.001	0.003
Si	51.637	2.675	14.897	0	-0.001	0.005
Si	48.919	5.389	14.837	-0.007	-0.012	0.002
Si	51.656	8.138	14.912	0.016	0.007	0.001
Si	48.916	10.826	14.858	-0.009	-0.006	0.002
Si	51.65	13.533	14.884	0.004	0.003	-0.002
Si	54.343	16.295	14.917	0	-0.001	-0.002
Si	57.107	2.714	14.981	0.015	0	0.003
Si	54.364	5.399	14.932	-0.009	-0.008	-0.008
Si	57.08	8.128	15.016	0.009	-0.007	0.01
Si	54.369	10.795	14.952	0	-0.008	-0.005
Si	57.084	13.545	14.962	-0.002	-0.008	-0.003
Si	59.826	16.312	14.983	-0.004	0.008	-0.002
Si	62.491	2.754	15.033	-0.003	-0.003	0.002
Si	59.806	5.438	15.055	0.006	0.015	0
Si	62.536	8.135	15.083	0.002	0.008	0
Si	59.821	10.831	15	0.003	-0.009	-0.007
Si	62.532	13.602	15.042	0.002	-0.008	0.002
O	1.042	14.8	23.128	-0.286	-0.154	0.028
O	61.51	15.712	22.908	-0.423	0.513	0.326
O	2.727	16.36	22.073	0.122	-0.015	0.153
O	6.05	2.652	27.798	0.05	-0.337	-0.511
O	0.225	2.624	22.401	-0.234	0.229	0.35
O	62.755	8.237	32.93	-0.273	-0.04	-0.244
O	4.238	6.941	23.561	-0.513	-0.366	0.268
O	5.563	8.37	22.013	-0.001	0.063	0.171
O	3.632	12.238	23.251	-0.643	0.119	0.169
O	0.055	8.259	22.128	-0.142	-0.194	0.363
O	5.381	13.712	22.163	-0.062	-0.133	0.046
O	6.757	15.586	23.242	-0.121	0.331	0.045
O	5.514	15.316	25.651	-0.05	0.435	0.415
O	7.886	10.252	25.564	0.017	-0.398	0.142
O	7.993	16.338	25.375	-0.168	0.494	0.591
O	15.056	7.267	25.923	0.691	0.261	0.477
O	7.215	4.959	27.118	0.567	-0.349	-0.201
O	62.277	11.901	24.545	-0.563	0.321	-0.125
O	7.854	5.45	22.415	0.241	-0.137	0.128
O	9.576	7.153	23.378	0.334	0.4	-0.002
O	7.358	10.035	23	0.351	0.29	0.279
O	1.525	7.558	27.451	-0.245	0.427	-0.105
O	14.354	14.966	23.84	0.468	0.189	-0.587
O	15.411	1.501	23.546	-0.303	-0.22	0.171
O	12.071	10.667	25.802	-0.37	0.091	0.095
O	14.86	7.02	23.351	-0.311	-0.55	0.357
O	10.884	2.709	22.35	0.12	0.072	0.225
O	13.333	8.67	24.683	0.054	0.016	0.217
O	15.219	5.4	27.651	-0.122	-0.125	-0.036
O	12.528	4.569	23.279	0.51	0.376	0.03
O	11.53	9.768	23.261	-0.607	0.304	0.204
O	15.961	13.648	25.418	-0.164	0.185	0.434
O	18.525	13.857	25.541	0.061	0.354	-0.097
O	17.293	13.9	23.153	-0.524	-0.289	-0.069
O	17.659	4.49	27.234	0.576	0.453	-0.145
O	21.694	2.701	22.015	0.112	0.085	0.436
O	16.858	3.156	22.248	-0.175	-0.087	0.078
O	20.689	11.985	23.404	-0.566	-0.085	0.072
O	20.747	6.985	23.196	-0.152	-0.008	0.453
O	16.425	8.228	21.823	-0.086	0.026	0.016
O	18.161	9.667	23.074	0.428	0.138	0.219
O	22.114	13.692	22.25	0.102	-0.008	0.066
O	24.044	15.315	23.171	0.285	-0.269	0.483
O	25.802	0.969	23.108	0.19	-0.327	0.255
O	27.38	2.769	22.062	-0.088	0.079	0.099
O	23.444	3.747	23.383	0.411	0.44	0.104
O	36.591	1.601	23.18	-0.15	-0.076	0.356
O	25.623	5.852	22.394	0.085	-0.287	0.042
O	29.158	3.482	32.817	-0.161	-0.028	-0.229
O	22.566	8.837	22.651	0.017	0.317	0.265
O	24.442	10.688	22.107	-0.17	0.133	0.618
O	26.025	12.241	23.284	-0.199	0.162	0.523
O	32.076	15.578	27.267	-0.434	0.256	0.303
O	27.851	13.512	22.129	-0.29	-0.255	-0.303
O	33.093	3.151	21.894	0.154	-0.072	0.151
O	29.908	13.389	32.104	-0.089	-0.007	0.134
O	23.97	3.233	25.884	-0.067	-0.453	0.328
O	28.911	4.63	23.029	0.324	0.272	0.035
O	23.026	10.135	26.775	0.029	-0.122	0.442
O	31.339	8.746	26.838	-0.113	-0.406	0.125
O	32.672	13.551	21.853	0.077	0.014	0.508
O	32.882	14.719	24.96	-0.096	0.125	0.023
O	41.388	1.238	22.574	-0.369	0.323	0.208
O	38.422	2.996	21.992	0.138	-0.154	0.274
O	30.588	5.306	24.972	-0.249	0.247	0.399
O	35.109	5.243	21.949	0.107	0.192	0.559
O	36.73	6.98	23.007	0.346	0.241	0.179
O	34.239	12.589	24.095	-0.436	0.057	-0.082
O	36.362	11.869	22.723	0.111	-0.083	0.436
O	38.106	13.63	21.956	-0.213	-0.107	0.443
O	43.435	2.801	21.913	0.107	-0.01	0.502
O	45.073	5.132	21.927	-0.071	0.297	-0.165
O	40.646	8.508	24.443	0.493	0.528	-0.057
O	42.021	6.719	23.074	0.253	0.155	0.322
O	40.395	5.08	21.959	0.148	0.114	0.401
O	45.439	12.613	27.847	0.032	-0.269	-0.164
O	38.749	9.237	22.761	-0.268	0.015	-0.013
O	40.669	10.766	21.889	0.16	0.1	0.11
O	38.939	10.521	25.066	-0.56	-0.037	-0.243
O	44.588	1.951	25.444	0.107	-0.242	-0.533
O	46.703	14.942	27.799	-0.483	0.391	-0.371
O	50.2	15.191	23.267	-0.311	-0.433	0.203
O	48.349	10.529	24.95	-0.396	0.038	0.423
O	48.745	8.9	29.344	0.317	0.056	-0.443
O	48.205	12.249	22.889	-0.071	0.52	0.253
O	40.454	5.914	25.127	-0.284	-0.402	-0.179
O	46.17	10.85	22.033	-0.012	0.311	0.523
O	51.911	16.617	22.056	0.089	0.058	0.188
O	49.232	14.976	25.616	-0.467	0.278	0.166
O	52.197	4.434	24.833	-0.107	-0.198	-0.207
O	46.123	16.274	21.945	-0.008	-0.038	0.422
O	51.236	4.966	22.413	0.093	0.12	-0.331
O	44.141	6.925	27.726	-0.247	-0.538	-0.252
O	54.37	8.208	22.102	-0.015	0.005	0.417
O	56.588	9.109	25.793	0.096	0.303	-0.62
O	55.458	8.008	29.304	-0.198	0	0.437
O	53.085	11.285	23.027	-0.514	-0.023	0.245
O	54.298	13.398	22.041	-0.137	0.085	0.283
O	55.426	15.329	23.173	-0.019	0.065	0.2
O	57.758	0.611	22.735	-0.595	-0.235	0.157
O	56.576	16.484	25.11	0.062	0.334	0.65
O	55.743	3.797	23.283	-0.228	-0.249	0.438
O	59.11	0.787	24.902	0.463	0.142	-0.445
O	59.399	7.317	23.12	0.164	0.421	-0.34
O	48.873	2.868	30.02	0.372	-0.577	0.179
O	58.154	12.225	23.151	-0.119	-0.401	0.195
O	54.081	9.383	24.79	-0.543	-0.236	-0.063
O	63.345	14.369	24.121	0.065	-0.023	-0.05
O	63.841	0.602	23.159	0.05	0.003	0.497
O	61.542	7.426	24.639	0.114	-0.074	-0.19
O	58.274	3.864	24.107	-0.189	-0.618	-0.402
O	1.842	9.98	23.008	0.487	0.102	0.09
O	8.086	3.225	29.96	0.207	0.344	-0.598
O	60.788	9.994	23.44	-0.598	-0.206	0.401
O	3.888	3.595	25.037	0.044	-0.146	0.354
O	62.223	7.675	27.738	-0.406	-0.377	-0.361
O	6.854	7.54	27.59	-0.069	0.166	0.075
O	11.981	12.624	27.623	-0.262	0.282	-0.224
O	2.4	3.233	29.777	0.54	0.001	-0.314
O	1.461	7.571	30.108	0.517	-0.155	0.242
O	1.81	8.224	24.961	-0.289	-0.351	-0.262
O	5.863	8.032	30.039	-0.172	-0.675	-0.141
O	-0.041	11.7	29.338	-0.182	0.46	0.019
O	16.843	8.591	27.784	-0.455	-0.314	-0.273
O	3.571	2.921	32.223	0.062	0.493	-0.085
O	8.064	14.513	29.697	-0.023	-0.062	-0.594
O	15.179	7.62	29.541	-0.165	-0.379	-0.179
O	40.397	9.451	31.985	0.36	0.203	-0.22
O	30.834	10.508	31.524	-0.198	-0.067	0.401
O	16.8	2.685	25.512	0.095	0.483	-0.428
O	16.697	11.159	27.37	0.244	0.228	-0.422
O	12.684	6.998	30.146	-0.012	-0.198	0.462
O	46.423	3.285	29.263	-0.522	-0.224	-0.201
O	25.091	12.027	26.677	-0.058	0.271	-0.252
O	16.347	4.049	29.482	-0.104	0.109	0.407
O	21.529	1.485	27.347	0.125	0.084	-0.036
O	10.897	16.703	32.942	-0.044	0.065	-0.422
O	15.371	1.723	29.975	0.168	-0.366	0.046
O	16.017	6.159	32.821	-0.104	0.048	-0.198
O	9.493	10.12	27.6	0.229	-0.076	0.198
O	55.475	12.526	27.497	-0.122	-0.623	0.135
O	58.863	14.193	30.157	-0.046	0.355	0.476
O	49.145	8.152	25.863	0.274	0.086	-0.037
O	24.96	10.094	25.015	0.15	0.107	-0.458
O	5.668	2.307	30.345	-0.505	-0.065	0.606
O	57.663	7.844	27.785	0.194	-0.265	0.239
O	51.393	16.471	25.33	-0.115	-0.252	-0.114
O	50.39	13.216	30.025	0.015	-0.71	-0.166
O	17.989	2.32	30.439	0.419	-0.375	0.274
O	18.071	9.516	25.705	0.414	-0.455	-0.072
O	44.048	10.9	29.358	-0.492	-0.081	0.216
O	29.559	9.384	22.692	0.151	-0.53	0.051
O	26.136	4.019	27.075	-0.206	-0.338	0.551
O	8.214	8.409	32.875	0.201	-0.033	-0.649
O	61.914	9.801	26.062	-0.474	0.331	0.178
O	2.345	16.054	29.821	0.227	-0.297	0.369
O	33.465	10.149	31.536	0.388	-0.004	-0.613
O	38.929	4.482	26.691	0.063	-0.398	0.176
O	25.31	5.305	24.935	0.427	-0.067	0.064
O	35.06	3.27	29.313	0.414	-0.546	-0.358
O	44.657	1.509	30.193	-0.265	0.166	0.108
O	21.3	14.156	29.788	0.445	0.162	-0.023
O	32.303	11.577	29.636	0.083	-0.012	0.032
O	20.593	7.87	31.913	0.033	-0.22	-0.481
O	1.788	9.947	29.153	0.484	-0.272	-0.463
O	48.977	15.2	29.034	0.578	0.513	0.183
O	35.648	0.839	25.537	-0.448	0.05	0.024
O	34.499	5.689	28.936	-0.137	0.056	0.526
O	12.839	1.187	24.277	0.024	0.441	-0.615
O	25.579	8.99	30.428	0.139	0.397	0.125
O	27.206	8.879	25.681	0.127	0.229	-0.457
O	18.741	14.641	29.793	-0.454	-0.03	-0.339
O	32.427	2.597	25.327	-0.206	-0.145	0.325
O	61.692	3.403	30.569	0.322	-0.077	0.121
O	27.818	13.651	24.748	-0.411	-0.173	0.641
O	41.639	15.022	30.564	-0.064	-0.092	-0.025
O	37.362	15.746	26.862	0.097	-0.209	-0.339
O	11.993	15.429	23.165	-0.441	0.012	0.219
O	19.011	13.823	32.36	-0.064	0.27	0.146
O	37.024	5.597	25.198	-0.216	-0.217	0.03
O	44.483	8.284	29.973	-0.555	-0.222	0.368
O	41.893	7.391	31.502	0.338	-0.18	-0.444
O	57.053	14.027	32.834	0.241	-0.174	-0.178
O	54.326	10.392	29.795	-0.497	0.199	-0.148
O	7.056	15.862	31.632	-0.18	-0.089	-0.252
O	45.359	4.047	31.659	-0.188	-0.369	-0.063
O	30.259	8.879	29.646	0.195	0.043	-0.364
O	17.484	8.735	30.333	0.437	-0.4	0.446
O	43.553	5.761	32.56	0.112	0.086	-0.091
O	14.122	11.13	27.433	-0.242	-0.437	0.214
O	38.412	6.136	29.631	-0.353	-0.428	-0.179
O	38.177	7.975	24.964	0.011	-0.23	0.497
O	37.693	8.373	28.524	0.045	-0.079	-0.466
O	48.325	7.592	31.667	-0.102	-0.296	-0.186
O	37.903	16.635	29.295	-0.547	0.213	-0.036
O	35.794	10.546	24.84	0.543	0.25	0.29
O	29.15	10.107	26.959	0.01	0.356	0.161
O	47.316	2.005	22.878	-0.523	0.236	0.211
O	13.041	0.638	30.329	-0.416	-0.102	0.321
O	28.043	15.898	25.769	0.275	0.316	0.031
O	55.29	15.671	31.837	-0.138	-0.227	-0.29
O	36.445	4.491	27.483	0.345	0.153	0.181
O	34.866	3.105	24.53	-0.279	0.061	-0.506
O	42.344	0.784	29.211	-0.277	-0.104	-0.354
O	62.5	11.047	21.847	0.034	0.047	0.18
O	15.174	12.887	29.032	-0.366	0.296	-0.261
O	27.735	12.403	27.694	0.244	-0.128	-0.212
O	21.525	2.782	25.078	-0.306	0.208	-0.454
O	63.691	1.048	32.179	0.427	0.049	-0.358
O	10.283	6.328	32.835	-0.15	0.111	-0.256
O	27.168	5.521	32.905	-0.111	-0.007	-0.245
O	58.821	12.287	32.016	0.13	-0.287	0.084
O	38.269	12.318	29.625	0.033	0.181	0.059
O	64.846	9.353	30.349	-0.44	-0.208	0.516
O	64.415	12.309	23.105	0.715	0.152	0.094
O	54.197	16.691	29.646	0.49	0.315	-0.196
O	0.695	15.615	31.766	-0.648	-0.202	-0.014
O	54.996	14.395	25.671	-0.15	0.229	0.36
O	58.93	14.358	27.527	-0.028	0.173	-0.07
O	54.02	11.621	32.162	0.23	-0.279	-0.151
O	11.702	4.527	31.618	0.326	0.041	-0.155
O	7.542	12.038	27.518	-0.052	0.671	-0.089
O	55.681	1.844	31.209	-0.053	0.047	0.048
O	43.282	13.388	25.037	0.3	-0.069	0.872
O	31.57	1.438	23.03	-0.336	-0.251	0.02
O	-0.062	11.375	32.767	0.12	0.076	-0.464
O	54.739	7.162	26.03	-0.15	0.048	-0.202
O	60.451	12.142	27.612	0.365	0.012	0.183
O	5.781	8.87	24.74	-0.221	0.113	-0.004
O	61.242	14.418	26.359	0.174	-0.17	-0.036
O	17.371	11.659	24.487	-0.134	0.026	0.08
O	40.763	10.508	26.881	-0.349	-0.296	0.643
O	55.582	10.387	22.954	0.379	0.13	-0.066
O	33.428	7.26	27.284	0.176	-0.36	-0.361
O	59.734	7.872	30.23	-0.278	0.118	-0.314
O	31.507	6.123	22.721	-0.156	-0.322	0.195
O	63.638	15.446	30.358	0.15	-0.376	0.235
O	23.298	6.435	23.519	-0.29	-0.408	0.048
O	60.966	12.732	30.628	0.114	-0.109	0.184
O	17.778	4.389	32.02	-0.198	0.168	-0.174
O	63.171	9.345	23.85	0.4	0.239	-0.452
O	43.379	13.458	29.348	0.26	0.414	-0.044
O	32.322	12.385	32.238	0.639	0.347	-0.03
O	18.648	8.892	33.071	-0.102	0.013	-0.229
O	59.947	13.671	22.062	-0.186	0.008	0.037
O	42.689	10.768	25.096	0.132	-0.513	-0.355
O	54.16	4.571	26.511	0.109	-0.174	0.058
O	19.524	1.635	22.965	-0.135	0.297	0.034
O	4.187	1.938	22.992	0.454	-0.168	0.609
O	48.491	11.709	32.687	-0.178	0.127	-0.597
O	34.862	14.173	32.605	0.207	0.094	-0.579
O	5.242	5.972	32.934	-0.052	-0.165	-0.356
O	42.846	9.177	27.376	-0.348	-0.086	0.243
O	63.846	9.813	27.909	0.162	0.055	-0.288
O	53.307	1.101	31.993	-0.152	-0.309	-0.356
O	50.64	7.585	30.429	-0.027	-0.091	0.262
O	21.297	9.1	29.71	-0.046	0.576	-0.157
O	8.982	13.383	31.916	-0.248	0.483	-0.072
O	27.787	7.28	29.796	0.076	-0.218	0.612
O	60.867	4.238	23.386	0.53	0.491	0.094
O	28.506	11.432	23.716	-0.407	-0.476	0.422
O	12.386	11.875	30.114	0.203	0.049	0.093
O	23.082	15.57	31.696	-0.24	-0.332	-0.154
O	6.541	10	28.596	-0.486	0.031	-0.264
O	10.696	9.874	29.897	-0.25	0.328	0.446
O	6.193	9.806	31.964	-0.168	0.601	-0.289
O	15.281	0.567	25.984	0.099	-0.181	0.195
O	39.795	0.529	27.362	-0.052	-0.088	0.103
O	24.398	9.177	32.832	0.648	-0.061	0.395
O	56.5	4.164	31.809	-0.003	0.16	-0.467
O	52.468	13.563	31.67	0.17	0.264	0.058
O	19.796	2.687	32.208	0.383	0.225	-0.032
O	26.977	9.232	28.265	-0.078	0.629	-0.112
O	15.786	10.557	29.693	-0.52	-0.155	0.068
O	9.413	0.693	23.262	0.066	-0.082	0.163
O	17.37	6.386	29.015	0.637	-0.093	0.355
O	14.474	12.744	31.753	-0.128	-0.594	-0.098
O	62.375	5.681	29.588	0.395	-0.259	-0.349
O	24.521	3.155	29.768	0.298	0.433	-0.775
O	26.985	2.215	29.714	0.175	0.491	0.323
O	13.162	3.268	29.829	0.054	0.097	-0.285
O	1.507	13.068	24.985	0.287	-0.395	-0.489
O	20.887	8.436	27.249	-0.368	-0.279	0.018
O	14.139	15.929	28.169	0.327	-0.316	-0.11
O	51.714	4.158	27.465	-0.236	-0.411	-0.049
O	34.264	10.258	22.751	-0.341	0.112	0.307
O	9.897	14.729	24.694	0.34	0.015	0.122
O	28.374	13.645	29.934	-0.62	-0.085	-0.232
O	59.857	16.788	32.983	-0.007	0.037	-0.337
O	47.708	1.09	28.316	-0.061	0.234	-0.247
O	48.302	5.663	26.172	-0.166	0.234	0.303
O	50.079	10.35	23.013	0.515	0.259	0.288
O	17.571	15.829	31.807	-0.037	0.492	-0.576
O	5.507	4.119	23.014	0.184	-0.133	0.388
O	36.336	12.487	31.392	-0.113	0.034	-0.36
O	20.725	6.636	29.407	-0.648	0.147	-0.3
O	49.133	1.005	24.462	-0.292	-0.041	0.062
O	21.979	2.314	29.893	-0.305	0.043	0.381
O	45.425	4.106	24.136	0.147	-0.301	-0.148
O	23.122	3.525	31.959	0.507	-0.209	0.098
O	64.844	6.146	32.842	-0.186	-0.084	-0.356
O	59.115	8.213	25.586	0.23	0.146	0.034
O	64.664	1.058	27.102	-0.086	0.311	-0.639
O	56.42	5.286	25.333	0.318	0.287	0.054
O	24.615	14.621	29.832	0.473	0.299	-0.368
O	25.796	2.764	32.038	0.146	0.721	0.014
O	9.168	12.456	23.36	-0.094	-0.574	0.369
O	0.659	10.556	25.295	-0.67	-0.207	0.234
O	53.966	2.341	22.105	0.041	0.071	0.517
O	4.128	1.049	28.486	-0.258	0.183	0.009
O	7.521	13.762	24.965	-0.495	-0.568	0.213
O	27.429	7.938	21.971	0.112	-0.034	0.288
O	19.033	12.582	27.81	-0.197	0.034	-0.081
O	2.982	15.185	25.028	0.133	0.312	0
O	25.235	12.976	31.753	-0.205	0.26	0.067
O	31.016	0.443	25.274	-0.432	0.147	0.124
O	36.795	6.554	31.712	-0.231	-0.311	-0.552
O	49.71	2.924	22.741	0.388	-0.452	0.18
O	26.906	11.334	32.822	-0.057	-0.026	-0.071
O	9.524	12.297	25.913	0.262	-0.003	0.422
O	62.384	8.203	30.164	0.479	0.102	0.655
O	23.984	5.511	27.175	-0.662	-0.159	0.252
O	29.173	0.92	29.145	-0.028	0.012	-0.404
O	61.428	5.379	32.136	0.064	0.566	-0.036
O	44.689	8.67	25.764	-0.012	0.265	0.248
O	42.291	1.021	31.83	0.456	-0.304	-0.042
O	54.618	11.881	25.047	-0.484	-0.082	0.246
O	4.177	12.992	25.825	0.231	-0.332	0.592
O	3.73	14.929	27.602	0.343	-0.212	0.433
O	35.912	3.01	31.914	0.23	0.598	-0.031
O	44.516	15.672	25.339	0.355	0.038	-0.13
O	6.198	6.418	25.274	0.09	-0.416	-0.392
O	62.844	11.009	30.069	-0.425	-0.423	0.369
O	47.25	5.988	22.986	0.228	-0.246	0.472
O	34.262	1.369	30.769	0.391	-0.148	0.157
O	-0.03	0.969	29.637	0.061	-0.172	0.279
O	36.544	10.34	29.818	-0.179	-0.27	0.287
O	57.547	2.735	29.603	-0.266	0.439	-0.541
O	16.82	10.552	32.14	-0.515	0.195	-0.055
O	40.342	0.696	24.867	-0.771	0.34	0.069
O	21.181	12.539	31.918	0.333	-0.14	0.098
O	39.11	14.565	28.427	-0.082	-0.096	0.018
O	59.811	5.255	30.103	-0.456	-0.438	-0.448
O	31.614	11.291	27.079	0.192	0.039	-0.101
O	46.192	8.59	32.719	-0.058	-0.217	-0.171
O	44.55	0.766	27.73	0.774	-0.247	-0.006
O	40.08	0.879	30.537	0.155	0.639	-0.062
O	19.025	10.054	28.059	0.457	-0.61	0.011
O	58.215	14.725	24.082	0.123	0.077	-0.243
O	54.542	5.749	32.653	0.144	0.175	-0.117
O	52.765	6.661	23.402	0.378	0.074	0.25
O	49.894	12.508	24.835	0.56	0.267	-0.031
O	33.623	3.944	31.488	-0.366	0.228	-0.335
O	48.798	16.764	32.774	0.175	-0.11	-0.602
O	10.555	0.872	25.608	-0.194	0.17	0.217
O	38.7	4.616	31.768	-0.009	-0.202	-0.187
O	35.66	7.893	25.299	-0.445	-0.363	0.273
O	12.94	14.565	32.883	0.016	-0.013	-0.481
O	51.676	3.04	32.728	0.073	0.125	-0.123
O	41.277	2.631	26.541	-0.401	0.065	0.114
O	26.807	0.661	33.083	-0.212	0.003	-0.026
O	14.763	14.995	30.483	0.446	0.418	0.018
O	65.047	14.931	28.09	0.147	-0.31	-0.035
O	58.325	16.516	29.095	-0.178	-0.116	0.493
O	3.262	10.53	25.153	0.019	-0.349	0.289
O	40.106	8.181	29.633	0.488	0.471	-0.11
O	51.933	15.334	29.743	-0.042	0.261	-0.026
O	60.652	9.89	28.989	0.464	-0.185	-0.322
O	19.288	15.46	23.027	0.321	-0.011	-0.108
O	57.476	6.467	29.968	-0.371	-0.193	0.227
O	7.825	11.905	30.083	0.049	-0.2	0.565
O	10.928	13.561	21.903	0.134	-0.058	-0.083
O	43.497	4.178	26.054	-0.107	0.48	-0.288
O	5.362	12.247	29.242	-0.023	0.539	-0.446
O	11.583	3.306	25.376	-0.363	-0.019	0.331
O	50.008	13.282	27.414	0.555	-0.292	0.017
O	42.419	0.406	26.369	-0.176	-0.451	0.348
O	55.991	5.817	27.894	-0.202	-0.625	0.219
O	12.889	1.557	26.84	0.051	0.456	0.397
O	1.327	4.339	31.898	-0.127	0.073	-0.537
O	15.844	9.362	24.386	-0.123	0.29	-0.129
O	47.376	9.582	27.138	-0.334	0.539	0.042
O	63.75	6.735	23.412	-0.023	-0.554	0.238
O	46.9	8.492	24.608	0.28	-0.171	-0.272
O	42.145	12.6	31.503	0.087	-0.385	-0.147
O	23.015	11.893	24.886	0.135	0.285	-0.451
O	26.164	14.365	27.163	-0.276	0.009	0.291
O	42.585	7.183	25.62	0.119	-0.219	-0.087
O	25.427	16.138	25.42	-0.034	-0.303	0.035
O	61.615	0.771	30.556	-0.453	-0.078	-0.156
O	52.825	8.451	29.147	-0.264	0.03	-0.595
O	28.716	7.502	27.355	0.553	-0.376	-0.453
O	26.794	0.488	27.77	-0.153	0.084	0.421
O	8.912	0.686	30.039	0.416	-0.186	-0.382
O	50.66	6.502	27.16	0.323	0.566	0.238
O	9.217	2.258	32.076	-0.397	0.535	-0.124
O	13.548	10.886	22.061	-0.13	-0.221	-0.104
O	55.581	12.601	30.183	0.538	0.377	0.254
O	46.578	7.578	28.575	0.18	-0.441	0.083
O	4.314	12.471	31.704	0.658	-0.026	-0.245
O	2.538	14.091	32.76	-0.167	0.106	-0.369
O	5.185	0.8	32.839	0.088	-0.004	-0.234
O	46.379	13.786	32.726	-0.111	-0.175	-0.197
O	16.817	13.431	31.02	0.037	-0.473	-0.003
O	20.86	10.395	25.408	-0.733	-0.007	-0.046
O	63.017	13.378	29.091	-0.05	-0.352	-0.318
O	44.694	9.056	23.115	-0.558	-0.149	0.125
O	60.231	3.056	25.662	0.66	-0.038	0.369
O	57.013	12.761	25.423	0.27	-0.199	0.088
O	10.587	11.6	32.908	0.108	0.031	-0.096
O	48.439	3.389	27.494	0.429	0.032	0.023
O	60.926	9.701	31.716	-0.398	0.3	-0.25
O	12.358	14.476	29.51	-0.288	0.113	-0.223
O	44.838	15.863	31.932	-0.731	0.089	-0.063
O	29.155	15.412	23.285	0.431	0.275	0.124
O	14.966	12.503	23.322	0.29	-0.094	0.174
O	30.68	10.361	24.849	0.235	-0.163	0.032
O	32.736	8.255	21.908	0.029	0.014	0.316
O	30.351	15.377	30.472	0.63	-0.307	-0.379
O	40.519	13.979	32.905	0.048	0.05	0.136
O	12.244	9.939	32.027	0.434	-0.585	0.088
O	12.991	15.529	25.842	-0.375	-0.587	0.469
O	33.156	5.002	24.561	0.497	0.101	-0.287
O	62.909	2.122	28.722	0.043	0.231	-0.461
O	58.356	1.986	27.177	-0.698	0.206	-0.159
O	13.944	2.394	32.134	-0.494	0.217	-0.018
O	2.303	3.46	27.174	-0.325	-0.364	-0.135
O	21.319	0.701	32.884	-0.175	-0.114	-0.443
O	62.491	16.468	25.314	0.428	0.306	0.19
O	14.319	8.01	31.96	0.105	0.357	-0.034
O	44.528	14.492	22.962	-0.014	-0.567	0.024
O	1.804	16.614	27.391	0.154	0.458	-0.381
O	30.7	7.451	31.684	-0.186	0.229	0.063
O	40.806	12.832	29.223	0.27	-0.082	-0.23
O	1.653	9.583	31.89	0.151	-0.177	-0.297
O	18.936	5.247	22.216	-0.183	0.242	0.534
O	28.978	11.116	29.665	-0.191	-0.252	-0.193
O	49.974	4.695	31.729	-0.065	0.445	-0.232
O	50.353	6.251	24.553	-0.444	0.02	-0.482
O	60.102	2.201	29.036	0.079	0.461	-0.085
O	48.812	8.079	22.187	-0.144	-0.048	0.498
O	42.3	15.492	23.838	0.119	-0.067	-0.329
O	57.198	5.909	22.847	-0.164	0.028	-0.125
O	30.347	12.989	28.449	0.058	0.582	-0.336
O	23.005	16.435	29.069	0.066	-0.329	-0.636
O	3.993	7.638	26.147	0.372	0.098	0.369
O	32.6	7.439	29.782	0.244	-0.006	0.145
O	10.74	7.734	28.401	-0.278	-0.062	-0.109
O	35.068	8.222	29.205	0.021	0.05	0.553
O	30.227	6.344	29.285	0.098	-0.699	-0.001
O	32.361	5.85	32.669	-0.05	0.116	-0.339
O	59.657	2.435	22.058	0.126	0.109	0.04
O	21.4	5.438	32.018	-0.378	0.109	0.328
O	38.225	10.84	31.844	-0.317	0.203	0.166
O	2.633	4.094	22.826	0.195	0.324	0.412
O	39.304	7.134	31.874	0.179	-0.125	0.535
O	28.479	9.544	31.698	-0.293	-0.282	-0.231
O	23.095	7.879	31.069	-0.075	-0.634	-0.153
O	28.226	4.503	25.605	-0.359	0.099	-0.249
O	17.605	0.445	24.534	-0.013	-0.094	-0.098
O	63.359	12.931	31.759	-0.121	0.254	-0.031
O	49.813	5.117	29.158	-0.437	0.224	-0.386
O	32.865	15.934	31.99	-0.27	0.192	-0.091
O	20.811	11.633	29.444	0.196	-0.325	-0.114
O	30.277	14.405	25.501	0.205	-0.4	0.12
O	39.632	6.907	27.414	-0.096	0.278	-0.122
O	10.759	8.426	25.349	-0.269	0.239	0.245
O	35.145	8.493	32.538	-0.01	-0.036	-0.315
O	25.631	12.448	29.134	0.172	-0.624	0.094
O	64.519	6.978	28.823	-0.129	0.015	0.032
O	40.741	12.473	25.084	-0.173	0.336	-0.321
O	47.641	13.004	26.291	-0.508	-0.542	-0.386
O	23.203	12.396	30.224	0.068	-0.523	-0.25
O	1.459	1.671	31.594	-0.052	-0.091	0.732
O	33.039	13.342	27.933	0.373	-0.29	-0.139
O	47.618	5.069	30.68	-0.099	0.364	0.333
O	40.687	3.065	32.564	0.218	-0.097	-0.213
O	28.165	15.319	31.857	-0.145	0.183	-0.252
O	17.164	2.016	27.998	-0.195	-0.414	-0.254
O	45.038	6.68	24.125	-0.507	-0.219	0.231
O	1.382	5.373	28.774	0.434	0.006	0.137
O	25.382	6.912	31.832	0.146	-0.332	-0.473
O	2.414	5.671	25.821	-0.356	-0.17	-0.097
O	52.951	7.369	31.527	0.173	0.235	-0.233
O	18.317	11.319	30.144	0.129	0.414	0.314
O	42.956	11.879	27.332	-0.307	0.472	-0.001
O	6.021	4.717	29.446	-0.38	0.477	0.236
O	54.484	9.441	27.349	0.057	0.275	0.03
O	34.484	15.01	22.908	0.521	0.445	0.243
O	58.779	11.629	29.494	-0.712	-0.18	-0.004
O	46.68	16.004	30.19	-0.179	-0.222	0.245
O	30.906	11.725	22.67	0.302	0.155	0.271
O	20.417	16.618	29.409	-0.283	0.157	0.157
O	33.969	3.975	26.92	-0.51	0.055	0.047
O	46.603	1.619	31.947	0.038	0.278	-0.184
O	41.433	4.973	27.47	0.189	0.403	0.224
O	64.421	12.594	25.817	-0.222	0.13	0.591
O	50.403	15.066	31.866	-0.414	0.125	-0.197
O	19.733	4.409	30.26	-0.038	-0.044	-0.26
O	53.943	16.628	24.969	-0.065	0.127	-0.35
O	24.995	0.734	30.673	-0.008	-0.278	0.077
O	62.62	15.769	27.976	-0.273	0.328	0.2
O	22.416	4.803	29.747	0.45	0.134	-0.51
O	8.752	6.792	25.898	0.015	-0.054	0.301
O	35.599	14.55	25.18	0.511	-0.256	-0.148
O	20.907	12.97	25.911	0.38	0.334	0.369
O	13.344	9.446	29.838	0.087	0.385	-0.517
O	46.428	9.983	29.64	0.231	0.328	0.288
O	38.726	15.252	31.554	-0.279	-0.307	-0.425
O	33.492	15.372	29.562	0.419	-0.342	0.236
O	19.292	2.612	26.477	0.024	0.283	-0.009
O	13.461	12.848	25.444	-0.325	0.137	-0.127
O	0.39	15.424	25.561	-0.589	0.19	-0.028
O	58.81	6.447	32.214	0.368	-0.54	0.245
O	57.272	8.489	32.867	-0.201	0.028	-0.595
O	29.915	2.762	24.579	-0.445	-0.366	0.292
O	56.151	10.396	31.655	0.299	0.045	-0.372
O	39.869	15.382	22.865	0.036	0.05	0.232
O	42.354	12.37	22.931	0.117	0.152	0.097
O	8.477	8.481	29.422	0.073	-0.231	0.32
O	45.214	5.663	29.696	-0.4	-0.138	-0.119
O	49.866	9.783	31.599	0.248	0.068	-0.224
O	62.468	3.199	33.109	0.051	0.189	-0.244
O	28.213	5.105	28.228	-0.157	-0.199	0.548
O	10.635	2.768	29.909	-0.019	-0.453	-0.203
O	4.553	4.807	27.244	-0.158	0.588	0.352
O	24.85	7.919	26.494	-0.274	0.013	-0.07
O	20.178	0.504	25.225	0.299	-0.591	0.24
O	12.952	6.754	27.524	0.08	0.349	-0.103
O	47.894	12.855	28.889	-0.311	-0.516	0.218
O	59.536	12.844	25.332	0.493	-0.293	-0.273
O	25.496	6.989	28.775	0.219	-0.637	0.13
O	4.213	10.181	30.383	-0.329	-0.294	-0.362
O	61.953	15.292	32.361	0.134	-0.62	-0.183
O	2.712	12.276	29.618	-0.139	0.422	0.067
O	0.006	3.255	28.468	-0.329	0.253	0.056
O	1.439	11.998	27.316	0.204	0.146	-0.026
O	37.712	1.231	31.798	0.137	0.179	-0.216
O	58.198	2.172	31.994	0.411	0.208	-0.456
O	58.637	10.204	27.225	-0.09	0.243	-0.159
O	43.229	3.027	28.356	0.269	0.351	0.203
O	37.271	2.947	25.43	0.535	-0.279	-0.245
O	23.466	1.226	24.303	-0.582	-0.271	0.02
O	22.219	8.152	25.12	0.188	-0.368	0.403
O	15.854	0.85	32.982	0.003	-0.024	-0.261
O	10.154	13.037	29.502	0.11	-0.154	-0.498
O	31.844	1.032	29.849	0.203	0.656	-0.645
O	4.088	8.089	31.98	-0.59	-0.016	-0.48
O	33.674	9.421	25.853	-0.1	0.276	-0.145
O	52.271	5.951	29.28	0.541	-0.254	0.191
O	46.163	3.973	26.495	-0.261	0.177	0.221
O	11.399	5.137	29.012	-0.307	-0.295	-0.131
O	44.656	10.315	31.718	-0.469	0.629	-0.244
O	6.765	4.137	32.005	0.391	-0.069	-0.091
O	22.989	7.577	28.352	0.074	0.01	-0.158
O	48.226	3.434	24.871	0.345	0.293	0.006
O	34.75	15.445	27.389	-0.001	0.242	0.096
O	39.033	12.349	27.129	-0.566	0.021	-0.24
O	35.908	9.743	27.275	-0.002	0.605	-0.063
O	30.106	1.477	31.62	-0.22	0.246	-0.272
O	63.846	7.985	25.857	0.425	-0.41	0.137
O	52.82	2.259	26.174	0.237	0.1	0.207
O	25.488	7.784	24.004	0.188	0.184	-0.405
O	20.061	14.884	27.51	-0.017	0.371	-0.174
O	60.625	0.707	26.946	-0.072	0.078	0.298
O	11.054	5.826	25.101	0.099	-0.086	0.284
O	22.1	10.095	32.052	-0.417	0.45	-0.271
O	28.303	2.624	27.443	0.322	-0.023	-0.244
O	52.913	16.247	27.424	0.104	-0.256	0.195
O	13.544	5.089	25.626	0.234	-0.385	-0.22
O	32.286	7.39	24.87	0.198	0.308	-0.244
O	5.727	11.413	24.559	0.239	0.458	-0.144
O	59.732	5.688	25.242	-0.089	-0.124	0.407
O	54.03	14.227	28.762	-0.043	-0.487	0.067
O	6.54	16.549	29.052	-0.198	-0.364	-0.524
O	56.634	14.55	28.773	0.005	0.305	-0.052

Results
total energy: -406605.243 eV
total energy less fixed offsets of O -438.35, Si -107.03 eV per atom: 7.557 eV
